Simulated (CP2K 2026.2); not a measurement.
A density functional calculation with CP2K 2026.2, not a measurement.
Periodic cell of 1182 atoms, Si850O332, from a study of silicon, its oxide and their interface. The atomic structure is a simulated model.
Doubt: the forces sum to 4.58 eV/angstrom along one axis rather than to zero, so they err by at least 0.0039 eV/angstrom per atom on average; the grid cutoff is modest.

Settings: functional PBE; method Gaussian and plane waves; basis set DZVP-MOLOPT-SR-GTH; pseudopotentials GTH-PBE; grid cutoff 350 Ry, relative cutoff 50 Ry; k points Gamma only; occupations fixed; spin none; net charge 0.

Cell vectors (angstrom)
a, 16.4025, 0, 0
b, 0, 32.805, 0
c, 0, 0, 40.2678

Atoms and the computed forces on them: element, x, y, z (angstrom), force x, y, z (eV/angstrom)
Si, 16.2401, 32.6355, 0.0248, -0.0906, 0.1397, 0.1928
Si, 3.1149, 2.0532, 40.125, -0.0596, -0.1271, 0.2397
Si, 16.0404, 5.7465, 0.1045, 0.0242, -0.082, -0.1144
Si, 2.3798, 8.5615, 0.2935, 0.0057, -0.1026, -0.2908
Si, 0.1248, 10.686, 0.3085, -0.0416, -0.06, -0.2606
Si, 2.2617, 13.9261, 40.1247, 0.1205, -0.1134, -0.0351
Si, 0.0152, 16.2063, 40.1336, 0.2039, -0.0672, 0.2187
Si, 3.0919, 19.1502, 39.7297, 0.1643, 0.2458, 0.1469
Si, 15.7744, 22.2923, 0.0245, -0.0588, 0.0046, -0.0347
Si, 3.1171, 24.2581, 40.1845, 0.0471, 0.1852, -0.1117
Si, 0.0096, 27.72, 0.3661, -0.0023, 0.0446, -0.2589
Si, 3.1154, 30.0187, 0.5574, 0.1758, -0.0003, -0.2364
Si, 5.8848, 0.5233, 0.3747, 0.1805, 0.7748, 0.8935
Si, 7.6185, 2.6043, 0.3138, 0.2014, -0.078, 0.72
Si, 5.6955, 5.0503, 0.1857, -0.0964, 0.1135, -0.0131
Si, 8.6481, 7.5737, 39.9724, -0.066, 0.0573, 0.2027
Si, 5.4036, 10.9917, 40.0426, 0.3298, -0.1881, 0.1316
Si, 8.6303, 13.1283, 0.0346, -0.0729, 0.2684, 0.172
Si, 5.2537, 16.7852, 40.1235, 0.1142, -0.3047, 0.0129
Si, 8.1611, 19.0269, 40.2444, 0.194, -0.4335, -0.1677
Si, 5.5998, 22.2472, 0.0045, -0.1251, 0.0863, 0.1353
Si, 8.4929, 24.503, 0.1175, -0.2017, 0.0405, -0.1368
Si, 5.2817, 27.6564, 0.0837, -0.1766, -0.0043, -0.1436
Si, 7.9512, 30.2282, 39.4218, 0.2712, -0.3572, 0.6822
Si, 10.8926, 0.1905, 39.8903, 0.1391, -0.0954, 0.157
Si, 13.206, 3.3376, 0.057, -0.2213, 0.1498, 0.1439
Si, 10.8605, 5.3793, 0.4457, 0.1014, -0.0254, 0.0793
Si, 13.7176, 7.7917, 0.2393, 0.0874, 0.0773, -0.0454
Si, 10.9455, 10.9551, 40.0884, -0.1309, -0.0241, 0.206
Si, 13.5488, 13.721, 40.1662, -0.0246, -0.0619, 0.1749
Si, 11.1842, 15.9315, 0.272, -0.2518, 0.0976, 0.3428
Si, 13.39, 18.9883, 0.5853, -0.2372, -0.0877, -0.0247
Si, 11.4204, 21.3126, 0.1249, 0.0953, -0.0028, -0.0425
Si, 13.7046, 24.6823, 0.5, -0.0848, 0.0285, -0.6054
Si, 11.4997, 26.8922, 40.2264, 0.1703, 0.0425, 0.1932
Si, 13.9963, 29.6664, 0.1828, -0.0766, -0.033, 0.0503
Si, 1.4528, 1.1462, 1.297, -0.2039, -0.0886, -0.3202
Si, 3.9281, 3.9975, 1.3072, 0.0763, -0.1317, -0.2339
Si, 1.2612, 6.8632, 1.4409, -0.1157, -0.0451, -0.1491
Si, 3.9688, 9.8298, 1.4329, 0.138, 0.0977, -0.1763
Si, 1.3034, 12.369, 1.4307, 0.1083, -0.0184, -0.1899
Si, 4.0738, 15.0135, 1.0639, -0.0569, 0.221, -0.1553
Si, 1.3672, 17.9252, 0.9741, 0.0047, -0.1711, -0.2628
Si, 4.2652, 20.5059, 1.1147, 0.0667, 0.2295, -0.3285
Si, 1.392, 23.1327, 1.1681, -0.1002, 0.13, -0.0251
Si, 4.182, 25.9259, 1.3013, -0.1019, -0.0187, -0.1115
Si, 1.494, 28.8319, 1.7648, -0.1167, -0.0882, -0.0762
Si, 4.5028, 31.6066, 1.5393, -0.2668, -0.1574, -0.5812
Si, 6.8172, 1.5755, 2.2122, -0.1752, -0.1824, -0.3921
Si, 9.419, 3.8709, 1.4885, -0.1526, 0.084, -0.6739
Si, 6.8865, 6.7716, 1.2693, 0.1471, -0.0642, -0.136
Si, 9.5973, 9.3997, 1.1259, 0.0775, -0.0949, -0.2656
Si, 6.9327, 12.0381, 1.3172, 0.0348, 0.0616, -0.2567
Si, 9.4819, 14.8458, 1.4485, 0.2409, -0.1405, -0.3341
Si, 6.8126, 17.703, 1.4131, -0.0972, 0.1325, -0.231
Si, 9.5039, 20.5046, 1.3445, 0.0205, 0.1237, -0.2554
Si, 6.9978, 23.3032, 1.535, 0.0324, 0.0971, -0.1941
Si, 9.7279, 26.0539, 1.3357, 0.0837, -0.098, -0.168
Si, 7.0475, 28.8154, 1.0839, -0.2042, 0.0464, -0.0943
Si, 9.4244, 31.532, 0.8766, -0.0125, 0.1484, -0.1463
Si, 12.279, 1.3996, 1.1928, 0.003, 0.1418, -0.0875
Si, 14.9483, 4.1522, 1.4576, 0.0083, 0.0645, -0.1761
Si, 12.2506, 6.7428, 1.7356, 0.088, 0.0204, -0.3476
Si, 14.9065, 9.4875, 1.5033, 0.0266, -0.3078, -0.3342
Si, 12.3607, 12.1327, 1.3206, 0.1564, 0.126, -0.3588
Si, 15.0171, 14.9973, 1.3573, -0.04, 0, -0.3467
Si, 12.0369, 17.5777, 1.7857, 0.1757, 0.0911, -0.3112
Si, 14.9961, 20.478, 1.4534, 0.0033, 0.2646, -0.1772
Si, 12.3252, 23.0945, 1.5242, -0.1316, -0.0633, -0.0671
Si, 15.2434, 26.0121, 1.5897, -0.0601, 0.4383, -0.1397
Si, 12.3934, 28.5399, 1.4396, 0.0445, 0.0444, -0.3417
Si, 15.002, 31.3632, 1.5039, 0.0285, -0.2335, -0.1771
Si, 0.0411, 2.6836, 2.6309, -0.0538, -0.1387, -0.0366
Si, 2.852, 32.7853, 2.809, 0.1266, 0.1608, 0.1169
Si, 16.3261, 8.1982, 2.8651, 0.0393, -0.1507, 0.0995
Si, 2.657, 5.4555, 2.6986, 0.0889, -0.0755, 0.0095
Si, 16.3424, 13.6806, 2.7883, -0.0773, 0.1003, 0.0724
Si, 2.6736, 11.0909, 2.8625, -0.0267, -0.0596, 0.1339
Si, 0.1014, 19.1342, 2.6364, 0.0477, -0.0015, -0.0582
Si, 2.7076, 16.4562, 2.513, 0.0331, -0.0359, -0.3017
Si, 0.1965, 24.5251, 2.7526, 0.0119, -0.0706, 0.0939
Si, 2.7991, 21.7854, 2.5714, 0.0198, 0.0916, -0.0442
Si, 0.0202, 30.1338, 2.9529, -0.0776, 0.1949, 0.2727
Si, 2.8478, 27.2476, 2.8018, 0.0582, -0.0853, 0.2698
Si, 5.2085, 2.9353, 3.0487, -0.3064, -0.2225, 0.1386
Si, 8.3123, 32.7306, 2.7665, 0.1876, -0.1554, 0.1794
Si, 5.4279, 8.2565, 2.604, 0.2228, -0.0997, -0.2056
Si, 8.1545, 5.4392, 2.8015, -0.0782, -0.0766, -0.0363
Si, 5.4688, 13.6075, 2.5405, 0.0217, -0.0249, -0.3831
Si, 8.2271, 10.7204, 2.7109, 0.2493, -0.1777, -0.0968
Si, 5.4883, 19.1485, 2.6801, -0.008, 0.1389, 0.0796
Si, 8.1131, 16.2777, 2.7587, 0.1922, -0.034, -0.1099
Si, 5.5683, 24.664, 2.7615, -0.1385, 0.2101, 0.1863
Si, 8.261, 21.8466, 2.8202, 0.0386, 0.0058, 0.1084
Si, 5.75, 30.0451, 2.7201, -0.0655, -0.0696, 0.2552
Si, 8.3387, 27.4479, 2.6124, -0.1032, 0.0773, -0.0263
Si, 10.917, 2.6164, 2.76, 0.0155, -0.2, 0.1154
Si, 13.6272, 0.0439, 2.6714, -0.0954, 0.0996, 0.1486
Si, 10.8762, 8.2525, 2.8042, 0.0056, 0.06, 0.0995
Si, 13.6796, 5.4255, 2.9757, 0.0782, -0.164, 0.2432
Si, 10.9426, 13.5093, 2.7518, 0.1445, 0.0307, 0.0533
Si, 13.6254, 10.8887, 2.8349, 0.0301, 0.0678, 0.0155
Si, 10.7103, 19.1027, 2.8789, -0.1667, -0.1386, 0.1459
Si, 13.6613, 16.2977, 2.8517, 0.0525, -0.1467, 0.109
Si, 10.9345, 24.5471, 2.7739, -0.1301, -0.1464, 0.0757
Si, 13.6894, 21.7817, 2.9032, -0.0688, 0.1243, 0.1282
Si, 10.8936, 30.1146, 2.4833, -0.1064, -0.0439, -0.0549
Si, 13.7648, 27.2989, 2.8953, 0.0074, 0.0942, 0.279
Si, 1.3286, 4.0759, 4.0948, 0.0679, -0.0677, -0.0432
Si, 4.0366, 1.3685, 4.2986, -0.1255, 0.1571, -0.0138
Si, 1.3334, 9.6068, 4.1597, -0.031, -0.009, -0.0245
Si, 4.0823, 6.8503, 4.0187, -0.0337, -0.0216, -0.0075
Si, 1.3765, 15.0974, 4.0367, 0.0301, -0.0157, -0.1527
Si, 4.1428, 12.3964, 4.1041, -0.0948, -0.1439, 0.0722
Si, 1.4511, 20.4691, 4.0461, 0.0406, -0.0156, -0.0212
Si, 4.0793, 17.7584, 4.0043, 0.0012, -0.0458, -0.0903
Si, 1.4647, 25.9168, 4.1756, 0.0557, -0.0358, -0.0113
Si, 4.1348, 23.2169, 4.0276, 0.0116, -0.028, -0.1563
Si, 1.4569, 31.4738, 4.2184, -0.0811, -0.0492, 0.0416
Si, 4.2518, 28.6935, 4.0853, -0.001, -0.0221, -0.1304
Si, 6.771, 4.1765, 4.2588, 0.0201, 0.2566, -0.0419
Si, 9.6112, 1.2851, 4.1902, 0.1947, -0.0616, -0.0515
Si, 6.8013, 9.4761, 4.1055, 0.0467, 0.0237, -0.0124
Si, 9.5415, 6.824, 4.1606, -0.0199, -0.07, -0.1261
Si, 6.743, 14.9239, 4.0571, 0.0503, 0.0339, 0.1323
Si, 9.5423, 12.1682, 4.1148, 0.1015, 0.0139, -0.1444
Si, 6.838, 20.4785, 4.1188, -0.0134, -0.0608, -0.055
Si, 9.4436, 17.6459, 4.1819, -0.0732, 0.2715, 0.0992
Si, 6.9493, 26.0657, 4.0653, -0.1136, -0.0376, -0.0955
Si, 9.5959, 23.2106, 4.1906, 0.0201, 0.1768, -0.0489
Si, 6.9722, 31.4069, 4.19, 0.0046, -0.1291, -0.0969
Si, 9.6476, 28.7738, 4.0392, -0.0591, 0.0634, -0.0242
Si, 12.2448, 4.0161, 4.1845, 0.1481, -0.0047, -0.0276
Si, 15.0452, 1.3675, 4.0662, 0.0758, -0.0929, -0.0802
Si, 12.2487, 9.5723, 4.2069, -0.0999, -0.0278, -0.0385
Si, 15.0239, 6.8304, 4.282, 0.03, 0.0288, -0.0723
Si, 12.2809, 14.9151, 4.1837, 0.0707, -0.0926, -0.1979
Si, 15.0046, 12.2847, 4.1607, 0.0355, 0.011, -0.0314
Si, 12.2403, 20.4167, 4.1788, 0.007, 0.1377, -0.0237
Si, 15.1006, 17.7531, 4.0638, -0.0746, -0.0341, -0.0962
Si, 12.3401, 25.8978, 4.16, 0.0367, 0.0651, -0.0634
Si, 15.1244, 23.2191, 4.1292, 0.0259, -0.1778, 0.0261
Si, 12.2514, 31.4304, 4.0026, 0.0245, 0.1952, -0.0847
Si, 15.0722, 28.7132, 4.2529, -0.1473, -0.01, -0.0579
Si, 16.3666, 32.7908, 16.4069, 0.0111, -0.0058, 0.0154
Si, 2.6879, 2.73, 16.4023, 0.0061, 0.0187, -0.0027
Si, 16.3617, 5.4674, 16.422, 0.0199, -0.0076, -0.0034
Si, 2.706, 8.2068, 16.4243, 0.0093, -0.0095, -0.014
Si, 16.3772, 10.9613, 16.4473, -0.0045, 0.0087, -0.0099
Si, 2.7326, 13.6896, 16.4495, -0.0126, 0.0119, -0.0187
Si, 0.0173, 16.4289, 16.4564, -0.0275, -0.0043, -0.007
Si, 2.7599, 19.1419, 16.4536, 0.0156, -0.0259, -0.0031
Si, 0.0077, 21.868, 16.4591, -0.007, 0.0115, 0.0045
Si, 2.7272, 24.5736, 16.4493, 0.035, 0.0018, -0.006
Si, 16.3842, 27.3144, 16.4434, -0.0077, 0.0127, 0.0132
Si, 2.6999, 30.0483, 16.4165, 0.0165, 0.0167, -0.0026
Si, 5.4316, 32.7975, 16.4184, -0.0121, 0.029, 0.0072
Si, 8.1679, 2.7379, 16.4141, -0.0259, 0.0173, -0.0032
Si, 5.4341, 5.474, 16.4076, 0.0076, 0.0022, 0.003
Si, 8.1748, 8.2164, 16.4176, -0.0135, 0.0251, -0.0025
Si, 5.4625, 10.9486, 16.4416, -0.0109, -0.0005, -0.0029
Si, 8.2219, 13.6985, 16.455, -0.0184, -0.0163, -0.0067
Si, 5.4871, 16.4266, 16.4561, -0.0017, -0.0025, -0.009
Si, 8.236, 19.1554, 16.4588, 0.0041, -0.0264, -0.0027
Si, 5.492, 21.8637, 16.453, -0.005, -0.0022, 0.0011
Si, 8.2269, 24.5793, 16.4415, 0.0038, -0.0006, 0.0027
Si, 5.4652, 27.3093, 16.4284, -0.0036, 0.0087, 0.0042
Si, 8.2025, 30.0495, 16.415, -0.0059, -0.0097, -0.0095
Si, 10.9235, 32.7864, 16.419, 0.0079, -0.0185, 0.0027
Si, 13.6346, 2.7271, 16.4084, -0.0058, 0.0044, 0.003
Si, 10.8981, 5.478, 16.4173, -0.0165, 0.014, -0.0057
Si, 13.6324, 8.2196, 16.4329, 0.0059, 0.001, -0.0055
Si, 10.9213, 10.9609, 16.4344, -0.005, 0.0055, -0.0022
Si, 13.6759, 13.7023, 16.4494, 0.0005, -0.0217, -0.0109
Si, 10.9675, 16.4375, 16.4725, 0.0049, -0.0499, -0.0059
Si, 13.6879, 19.1494, 16.468, -0.0044, 0.0049, 0.0022
Si, 10.9643, 21.8767, 16.4563, -0.0379, 0.0077, 0.0051
Si, 13.6856, 24.5958, 16.4505, -0.0273, -0.0021, 0.0064
Si, 10.9513, 27.3109, 16.4312, -0.003, 0.0146, 0.0115
Si, 13.6513, 30.0427, 16.4251, 0.0036, 0.033, 0.0039
Si, 1.3074, 1.3731, 17.7663, 0.0156, -0.0007, -0.01
Si, 4.0484, 4.1083, 17.7541, -0.0057, -0.0313, -0.0173
Si, 1.3252, 6.8404, 17.7796, -0.0033, 0.0174, -0.0065
Si, 4.0854, 9.564, 17.7863, -0.0133, 0.0076, 0.008
Si, 1.3551, 12.3252, 17.8085, 0.0168, 0.0087, 0.0135
Si, 4.1114, 15.0561, 17.8088, -0.0049, -0.0419, 0.0037
Si, 1.4004, 17.7816, 17.8304, 0.0132, 0.0072, 0.0062
Si, 4.1226, 20.5077, 17.827, 0.0075, 0.0051, -0.0036
Si, 1.3557, 23.232, 17.8468, -0.0004, -0.0297, 0.0145
Si, 4.1016, 25.9377, 17.7991, -0.0127, 0.0287, -0.0132
Si, 1.3259, 28.7029, 17.7986, 0.0315, 0.0074, -0.0109
Si, 4.0472, 31.4303, 17.7724, -0.0214, -0.0467, -0.0206
Si, 6.7894, 1.3797, 17.7721, 0.0233, -0.0233, 0.0069
Si, 9.5267, 4.1129, 17.777, 0.0188, 0.0074, 0.0035
Si, 6.8015, 6.844, 17.7692, -0.0318, -0.0192, 0.0052
Si, 9.5365, 9.59, 17.7825, 0.0075, -0.0231, 0.0036
Si, 6.8463, 12.3168, 17.7991, 0.0375, 0.0131, 0.0135
Si, 9.5991, 15.0661, 17.8297, -0.0032, 0.0454, -0.0009
Si, 6.8636, 17.7956, 17.8214, -0.023, 0.0026, 0.0095
Si, 9.6049, 20.5212, 17.8366, 0.0214, 0.0125, -0.0106
Si, 6.8726, 23.2158, 17.8232, -0.0283, 0.017, -0.0152
Si, 9.5969, 25.9442, 17.805, -0.0151, -0.0121, -0.016
Si, 6.8337, 28.6877, 17.7787, 0.0269, 0.0097, -0.0154
Si, 9.5746, 31.404, 17.7841, -0.0341, 0.0398, -0.0039
Si, 12.2706, 1.368, 17.781, 0.0232, 0.0047, 0.0114
Si, 14.9787, 4.1019, 17.7802, 0.002, -0.0053, 0.0033
Si, 12.2495, 6.8533, 17.7865, -0.0057, -0.0262, 0.0114
Si, 14.9867, 9.599, 17.8009, 0.0051, -0.0205, 0.0136
Si, 12.2913, 12.3364, 17.7972, -0.003, 0.0095, -0.0127
Si, 15.046, 15.073, 17.8221, 0.0182, -0.0082, -0.0078
Si, 12.3308, 17.8045, 17.8655, 0.0191, -0.006, 0.0181
Si, 15.0573, 20.5075, 17.8443, -0.004, -0.0123, 0.0016
Si, 12.3351, 23.2353, 17.833, 0.0241, 0.0244, -0.0173
Si, 15.027, 25.9624, 17.8418, 0.0369, 0.0219, 0.0058
Si, 12.308, 28.671, 17.813, -0.0421, -0.0055, 0.0001
Si, 14.9938, 31.4349, 17.7784, -0.0046, -0.0382, -0.0259
Si, 16.3343, 2.7275, 19.1441, 0.0001, -0.0118, 0.0099
Si, 2.656, 32.8004, 19.1223, 0.0545, 0.0358, 0.0376
Si, 16.3461, 8.2038, 19.1338, 0.047, -0.0228, -0.0135
Si, 2.6874, 5.4611, 19.132, 0.0359, -0.0056, 0.0309
Si, 0.0155, 13.7157, 19.1847, -0.028, -0.0044, -0.0023
Si, 2.7154, 10.9253, 19.1447, 0.0123, 0.0072, -0.0167
Si, 0.0459, 19.1502, 19.2045, -0.0198, 0.0022, -0.029
Si, 2.7718, 16.4181, 19.2043, -0.0138, -0.0075, 0.0224
Si, 16.3763, 24.5939, 19.2287, -0.0365, 0.0404, 0.0139
Si, 2.7349, 21.8535, 19.197, 0.0469, 0.0053, -0.0175
Si, 16.3384, 30.0751, 19.1585, -0.0329, 0.0592, -0.0061
Si, 2.6922, 27.3016, 19.1233, 0.0344, -0.001, -0.0002
Si, 5.3989, 2.7515, 19.1282, -0.0519, 0.0753, 0.0267
Si, 8.1843, 32.8011, 19.0858, 0.0018, -0.0467, -0.0165
Si, 5.4422, 8.1903, 19.1566, 0.028, 0.0048, 0.0159
Si, 8.1602, 5.4869, 19.1375, -0.0073, -0.0122, 0.0045
Si, 5.4866, 13.6873, 19.1545, -0.0648, 0.0452, -0.0275
Si, 8.1975, 10.9472, 19.1804, -0.0624, 0.0563, -0.0003
Si, 5.5133, 19.168, 19.201, 0.0035, -0.029, 0.0045
Si, 8.2492, 16.4543, 19.1895, 0.0396, -0.1083, -0.0256
Si, 5.4943, 24.5847, 19.1661, 0.0477, -0.0537, 0.0164
Si, 8.2433, 21.8716, 19.2224, 0.0187, -0.0321, 0.043
Si, 5.4309, 30.0566, 19.1057, -0.0148, 0.0321, 0.0144
Si, 8.2196, 27.3251, 19.1373, -0.0411, 0.0298, 0.0155
Si, 10.8938, 2.7432, 19.1311, -0.0264, 0.0209, -0.0087
Si, 13.6375, 0.0042, 19.1486, -0.0205, -0.009, -0.0099
Si, 10.8825, 8.2255, 19.1537, -0.0195, 0.0362, -0.0181
Si, 13.5947, 5.4621, 19.1398, -0.018, 0.0337, -0.0147
Si, 10.9621, 13.696, 19.2016, 0.0603, -0.0695, 0.0176
Si, 13.6238, 10.9723, 19.1792, -0.0073, 0.0374, 0.0088
Si, 10.9841, 19.2035, 19.2384, -0.0965, 0.0128, 0.0097
Si, 13.7115, 16.4343, 19.2298, 0.0067, -0.02, 0.0134
Si, 10.974, 24.6043, 19.1996, -0.0235, 0.0145, 0.025
Si, 13.6979, 21.8795, 19.2204, -0.0076, -0.0046, -0.02
Si, 10.9424, 30.0386, 19.1746, 0.0582, -0.0532, 0.0176
Si, 13.6602, 27.3263, 19.2265, -0.0018, -0.0054, 0.0324
Si, 1.2919, 4.1084, 20.485, 0.0748, 0.0321, 0.0101
Si, 4.0168, 1.371, 20.4735, -0.0667, -0.0677, -0.0706
Si, 1.3187, 9.5619, 20.4908, -0.0595, 0.0096, 0.0139
Si, 4.0602, 6.8124, 20.5104, -0.0601, -0.037, 0.0296
Si, 1.4097, 15.0464, 20.5828, 0.0057, -0.0281, 0.0591
Si, 4.1217, 12.2777, 20.4784, 0.0289, 0.0163, -0.0167
Si, 1.3883, 20.5018, 20.6087, -0.0168, -0.0336, 0.1008
Si, 4.1562, 17.7956, 20.5573, 0.0265, 0.0204, 0.0573
Si, 1.3374, 25.9923, 20.559, 0.0559, 0.0353, 0.0689
Si, 4.1219, 23.2191, 20.5258, -0.0457, 0.01, 0.0144
Si, 1.2423, 31.4962, 20.5078, -0.0473, -0.1015, -0.0149
Si, 4.0649, 28.6646, 20.4449, 0.0054, -0.0337, -0.0406
Si, 6.7604, 4.1398, 20.483, 0.0128, -0.0083, 0.0306
Si, 9.5274, 1.3583, 20.4606, -0.044, -0.0044, 0.0191
Si, 6.8157, 9.5577, 20.5226, -0.002, -0.0233, 0.0179
Si, 9.5154, 6.8566, 20.5156, 0.0225, -0.0223, 0.0749
Si, 6.8748, 15.0569, 20.5021, 0.0145, 0.0073, -0.0424
Si, 9.5888, 12.3068, 20.55, -0.0042, 0.0362, 0.014
Si, 6.8776, 20.5112, 20.613, -0.0105, -0.0087, 0.0314
Si, 9.5844, 17.8542, 20.579, 0.059, 0.0132, 0.0438
Si, 6.8738, 25.9631, 20.5118, -0.0036, 0.0472, -0.025
Si, 9.6425, 23.2288, 20.5794, -0.0176, 0.0126, -0.0029
Si, 6.8013, 31.4516, 20.4261, 0.0742, 0.0352, -0.0686
Si, 9.5832, 28.6521, 20.5392, -0.0431, -0.0239, 0.0265
Si, 12.2254, 4.1096, 20.5268, 0.0294, -0.0432, 0.0333
Si, 14.9646, 1.3802, 20.5408, -0.0074, 0.0378, 0.0829
Si, 12.2102, 9.6181, 20.5298, 0.0041, -0.0646, 0.0494
Si, 14.9443, 6.8495, 20.4785, 0.0002, 0.0216, 0.0041
Si, 12.3272, 15.0703, 20.589, -0.0443, 0.0082, 0.0206
Si, 15.0087, 12.3638, 20.5131, 0.0405, 0.0027, 0.0111
Si, 12.3623, 20.5556, 20.6439, 0.0579, -0.0051, 0.0307
Si, 15.1305, 17.7792, 20.5944, -0.0095, 0.0285, 0.0494
Si, 12.3136, 25.9494, 20.6239, 0.012, 0.0253, 0.0261
Si, 15.0276, 23.2241, 20.6351, 0.0126, -0.0146, 0.0612
Si, 12.303, 31.4335, 20.5247, -0.0094, 0.0632, 0.0512
Si, 15.0044, 28.734, 20.5867, 0.0114, 0.0112, 0.0659
Si, 16.2912, 0.0416, 21.981, 0.0039, -0.0333, 0.0046
Si, 2.6072, 2.6963, 21.8443, -0.0182, 0.0707, 0.0839
Si, 16.283, 5.4602, 21.8204, -0.0386, 0.0189, -0.0134
Si, 2.6416, 8.152, 21.8451, 0.0939, -0.0199, -0.0521
Si, 16.3519, 10.958, 21.8231, 0.055, 0.0268, 0.1147
Si, 2.8085, 13.6182, 21.8712, -0.0251, 0.0116, 0.0285
Si, 0.114, 16.444, 22.0122, -0.0031, 0.0256, -0.0612
Si, 2.7865, 19.1259, 21.9636, 0.0621, 0.0052, -0.0101
Si, 0.0453, 21.8947, 22.0058, -0.0308, -0.0076, 0.0903
Si, 2.7485, 24.5994, 21.856, 0.0654, -0.056, 0.0472
Si, 16.367, 27.3619, 21.9588, -0.0541, -0.008, 0.0846
Si, 2.6234, 30.033, 21.6993, -0.0995, 0.0764, 0.0491
Si, 5.447, 0.0269, 21.7738, 0.0019, -0.0587, 0.0505
Si, 8.1008, 2.7056, 21.7745, 0.0338, -0.0293, 0.0147
Si, 5.4364, 5.4912, 21.9255, -0.0232, -0.0519, 0.1353
Si, 8.1849, 8.224, 21.9237, -0.1548, 0.0176, -0.015
Si, 5.4259, 10.8966, 21.8755, 0.0508, -0.0082, 0.0201
Si, 8.2085, 13.6811, 21.8673, -0.0236, 0.0622, 0.0172
Si, 5.6041, 16.4719, 21.8828, -0.0634, -0.0654, 0.0145
Si, 8.2515, 19.1839, 22.0509, -0.0002, 0.0403, 0.0314
Si, 5.4756, 21.8863, 21.9371, 0.0237, 0.0329, 0.0738
Si, 8.3055, 24.6553, 21.8844, 0.0137, -0.0927, 0.0527
Si, 5.432, 27.3008, 21.8174, 0.0373, 0.0439, 0.1349
Si, 8.1457, 30.0638, 21.7639, -0.078, 0.0127, 0.0237
Si, 10.8766, 32.7879, 21.8253, 0.097, -0.0117, 0.0787
Si, 13.5632, 2.7274, 21.9101, -0.0757, -0.0754, 0.0279
Si, 10.8474, 5.4755, 21.8887, -0.0975, 0.1089, -0.0022
Si, 13.5721, 8.2248, 21.8343, -0.0208, -0.014, 0.0719
Si, 10.8791, 10.9409, 22.0049, 0.0066, 0.0406, 0.0327
Si, 13.7183, 13.7215, 21.9667, 0.0072, -0.0498, -0.021
Si, 10.9664, 16.5009, 21.9122, 0.0383, -0.0101, 0.0328
Si, 13.8077, 19.1888, 21.9507, 0.0021, -0.0053, 0.1423
Si, 11.0096, 21.9404, 22.0498, -0.0954, -0.0141, 0.0005
Si, 13.6211, 24.5403, 22.0452, 0.0824, 0.1095, -0.0135
Si, 10.9519, 27.3266, 21.9989, 0.0473, -0.0097, 0.1214
Si, 13.6843, 30.16, 21.9846, -0.0912, -0.1042, 0.0113
Si, 1.2088, 1.4538, 23.3407, 0.0591, 0.2082, 0.2526
Si, 4.0326, 4.0032, 23.1682, 0.2113, 0.0015, -0.0565
Si, 1.202, 6.8266, 23.1784, -0.101, 0.1145, 0.0934
Si, 4.0119, 9.4934, 23.2036, -0.0315, 0.1173, -0.0545
Si, 1.4137, 12.2092, 23.2023, -0.167, -0.0601, -0.2123
Si, 4.3373, 14.9471, 23.1152, 0.0016, 0.025, -0.2957
Si, 1.6014, 17.6918, 23.4347, -0.0417, -0.0404, 0.052
Si, 4.0877, 20.5369, 23.3476, -0.0399, -0.0278, -0.1642
Si, 1.4379, 23.3081, 23.3227, 0.0219, -0.0238, -0.2
Si, 4.0847, 25.9463, 23.2306, 0.0786, -0.0937, -0.1098
Si, 1.3327, 28.827, 23.257, 0.0821, 0.0606, -0.0371
Si, 4.0018, 31.4054, 22.9342, 0.0633, -0.0542, -0.1014
Si, 6.7585, 1.3977, 23.2089, -0.0792, 0.1817, 0.0983
Si, 9.395, 4.0771, 23.145, -0.0618, 0.0769, 0.008
Si, 6.8, 6.9313, 23.3349, 0.0184, 0.0687, 0.001
Si, 9.5002, 9.5201, 23.4174, 0.0221, 0.0099, 0.1442
Si, 6.9355, 12.1689, 23.1951, -0.0202, -0.0201, -0.1729
Si, 9.4551, 15.2104, 23.1945, -0.1959, 0.0648, -0.1549
Si, 6.8355, 17.828, 23.4347, -0.124, -0.082, -0.1303
Si, 9.6415, 20.5961, 23.4129, 0.0015, -0.1704, -0.092
Si, 6.8676, 23.3519, 23.184, -0.0793, -0.12, -0.2737
Si, 9.6636, 25.8718, 23.4211, 0.0685, -0.0283, 0.0147
Si, 6.7706, 28.7275, 23.1146, 0.0646, -0.042, -0.1106
Si, 9.4468, 31.447, 23.1273, 0.1585, 0.0128, -0.0335
Si, 12.178, 1.325, 23.273, 0.0965, -0.0358, 0.0375
Si, 14.9233, 4.1388, 23.2308, 0.1213, -0.0032, 0.1198
Si, 12.2179, 6.8755, 23.2409, 0.0829, 0.1658, 0.0003
Si, 14.8934, 9.6559, 23.1711, -0.139, 0.2008, -0.0057
Si, 12.2741, 12.3847, 23.2976, 0.0027, -0.018, -0.0695
Si, 15.14, 15.0753, 23.352, -0.0775, -0.046, -0.0576
Si, 12.441, 17.8112, 23.2832, -0.0364, -0.0344, -0.2713
Si, 15.1636, 20.4954, 23.4436, -0.101, -0.1948, 0.0553
Si, 12.2911, 23.2502, 23.5975, 0.0406, -0.0917, 0.1574
Si, 14.9986, 25.9474, 23.327, 0.0413, -0.0388, -0.1584
Si, 12.2722, 28.8259, 23.3221, -0.0665, 0.0413, -0.071
Si, 14.9695, 31.537, 23.4859, -0.0371, 0.1644, 0.1397
Si, 16.0944, 2.8432, 24.8191, 0.1821, 0.0989, 0.1685
Si, 2.8535, 0.0357, 24.3219, 0.2394, 0.0666, 0.3809
Si, 16.179, 8.2584, 24.4967, -0.0023, 0.1205, 0.3829
Si, 2.5855, 5.3634, 24.3645, -0.1726, 0.1018, 0.1529
Si, 0.1824, 13.6474, 24.5716, -0.0305, -0.0068, 0.138
Si, 2.5977, 10.7165, 24.6195, -0.2157, 0.1025, 0.3987
Si, 0.3018, 19.1464, 24.8162, -0.0939, 0.0419, 0.0618
Si, 3.1373, 16.1796, 24.614, -0.1881, -0.0626, -0.0051
Si, 0.0484, 24.623, 24.6849, 0.0688, -0.0254, 0.2055
Si, 2.7899, 21.9578, 24.7284, -0.0332, -0.0904, 0.1048
Si, 0.1361, 30.2624, 24.7907, 0.2572, -0.1488, 0.3716
Si, 2.677, 27.3396, 24.4981, 0.1046, -0.0239, 0.3726
Si, 5.4115, 2.7515, 24.689, -0.0848, 0.003, 0.4399
Si, 8.1074, 32.777, 24.5027, 0.1736, 0.003, 0.4285
Si, 5.3656, 8.3405, 24.7152, 0.0731, 0.0504, 0.2549
Si, 8.1379, 5.4371, 24.6064, 0.0752, 0.1117, 0.2122
Si, 5.6164, 13.5448, 24.4705, -0.1458, 0.0531, 0.2307
Si, 8.1214, 10.8966, 24.8164, -0.0591, 0.2098, 0.1568
Si, 5.4017, 19.1987, 24.7745, 0.0585, -0.0499, 0.1784
Si, 8.1586, 16.4551, 24.8378, 0.0632, -0.2103, 0.2616
Si, 5.5486, 24.6404, 24.6048, -0.0388, 0.0667, 0.3205
Si, 8.1515, 22.0407, 24.5892, 0.0652, -0.2319, 0.0637
Si, 5.2201, 30.0197, 24.3328, 0.1228, -0.0813, 0.4391
Si, 8.1804, 27.3643, 24.4298, -0.0136, 0.0467, 0.356
Si, 10.7266, 2.7242, 24.4944, 0.0646, -0.1092, 0.2891
Si, 13.4408, 0.0664, 24.9071, -0.054, 0.0295, 0.3091
Si, 10.9239, 8.1637, 24.7744, 0.0187, -0.0787, 0.1733
Si, 13.5679, 5.4972, 24.5855, 0.1072, 0.318, 0.3538
Si, 10.8474, 13.8843, 24.4236, -0.0899, -0.0382, 0.168
Si, 13.5745, 11.0043, 24.7117, 0.0152, 0.0124, 0.1789
Si, 11.0971, 19.1509, 24.6697, -0.1313, -0.0144, 0.1987
Si, 13.7892, 16.476, 24.7237, -0.1958, -0.0129, 0.1002
Si, 10.9417, 24.5657, 25.2004, -0.0499, 0.0281, 0.1638
Si, 13.6728, 21.7665, 24.9069, 0.0549, -0.2418, 0.1887
Si, 10.7462, 30.1938, 24.6116, 0.0414, -0.1276, 0.3189
Si, 13.6716, 27.4199, 24.6034, -0.0185, -0.1455, 0.0277
Si, 1.3908, 4.0886, 25.9766, 0.0942, 0.0564, 0.049
Si, 4.4589, 0.9092, 25.9096, 0.3034, 0.4066, -0.2485
Si, 0.7367, 9.7806, 26.0684, 0.1439, -0.1865, -0.2248
Si, 3.939, 6.7233, 25.6499, -0.0478, -0.0417, 0.2519
Si, 2.0427, 14.4477, 25.8347, 0.0698, -0.0162, 0.2821
Si, 4.1039, 12.1724, 25.6383, 0.0051, 0.1195, 0.3596
Si, 1.3665, 20.8158, 26.2466, 0.1225, -0.0723, 0.0802
Si, 4.2924, 17.5824, 26.1619, -0.0494, 0.184, -0.0101
Si, 1.1712, 26.2927, 25.976, 0.0322, -0.1444, 0.1237
Si, 4.4781, 23.0328, 25.9402, -0.1087, 0.115, 0.2012
Si, 1.8416, 31.6812, 26.0125, -0.2626, -0.0693, -0.3174
Si, 4.3184, 28.3427, 25.8306, -0.0423, 0.0569, -0.26
Si, 6.319, 4.6238, 25.9459, 0.1637, -0.1951, 0.1692
Si, 9.4893, 1.3067, 25.9439, -0.2157, 0.1273, -0.1159
Si, 6.2765, 10.066, 26.2694, -0.0902, -0.115, 0.0778
Si, 9.9502, 6.2956, 25.9412, 0.0604, -0.2054, -0.0493
Si, 7.0736, 14.602, 26.0301, 0.0719, -0.0303, 0.1173
Si, 9.424, 12.6407, 25.8075, 0.1083, 0.0887, 0.0358
Si, 6.6471, 20.8417, 25.9185, -0.1954, -0.2723, 0.1162
Si, 9.8416, 17.7245, 26.0312, 0.0226, -0.1234, -0.0952
Si, 6.7358, 26.2623, 25.8718, 0.0174, 0.1451, -0.1554
Si, 9.2786, 22.9664, 26.4356, 0.1293, 0.0012, -0.2396
Si, 6.4811, 31.4767, 25.5956, 0.0208, -0.0305, 0.041
Si, 9.6286, 28.5111, 25.858, -0.0533, 0.1602, -0.2701
Si, 12.1666, 4.0533, 25.7731, -0.0287, -0.0332, 0.093
Si, 14.3955, 1.8296, 26.3067, -0.0869, 0.0849, -0.1467
Si, 12.3817, 9.4816, 26.2024, 0.1784, 0.0425, -0.0128
Si, 14.5977, 7.2309, 25.9262, 0.1582, -0.2696, -0.0749
Si, 11.9209, 15.4632, 25.8109, 0.0271, -0.0241, 0.2246
Si, 15.2425, 12.2606, 25.8769, -0.0376, 0.1653, 0.112
Si, 12.644, 19.9518, 26.3288, -0.0402, 0.1171, -0.2299
Si, 15.1183, 17.9543, 26.0523, 0.2079, -0.1551, 0.1366
Si, 12.1615, 26.5509, 26.2593, 0.2238, 0.3465, 0.0618
Si, 15.3987, 22.9389, 25.9655, -0.1572, 0.0479, -0.0647
Si, 11.6129, 31.7904, 26.1486, 0.1671, -0.1675, -0.0636
Si, 15.3449, 28.5129, 25.8392, 0.0372, 0.0627, 0.3374
Si, 15.0364, 0.0074, 28.7924, -0.0324, 0.1171, 0.3565
Si, 2.1845, 1.4109, 27.5078, 0.0991, -0.0897, 0.075
Si, 9.8284, 12.0612, 30.957, -0.0232, 0.114, 0.3818
Si, 16.2829, 7.7847, 28.3213, -0.041, 0.1359, 0.1889
Si, 13.4809, 13.7759, 27.9918, 0.0444, 0.2003, -0.0461
Si, 13.9862, 16.3756, 29.7583, -0.0947, 0.0753, 0.3028
Si, 14.8721, 22.6233, 32.8694, -0.0375, 0.1344, 0.0247
Si, 9.3021, 25.0368, 31.1196, 0.0321, -0.0143, 0.3155
Si, 2.5132, 0.4827, 34.6499, -0.0698, -0.0319, -0.2102
Si, 7.875, 29.974, 27.8479, -0.0339, -0.1061, 0.1998
Si, 7.0229, 4.6633, 29.1147, -0.2153, 0.0688, 0.1396
Si, 2.2514, 6.2483, 28.0555, 0.2315, -0.096, 0.0535
Si, 14.3004, 7.7108, 30.7225, -0.1523, -0.1262, 0.1908
Si, 2.4745, 16.3139, 28.0165, -0.1257, 0.0476, 0.2069
Si, 5.4238, 15.8831, 28.2801, 0.0636, -0.0188, 0.1835
Si, 1.5222, 15.1267, 34.8516, 0.0632, 0.0218, -0.1391
Si, 8.274, 20.4106, 30.7015, -0.163, -0.097, 0.397
Si, 16.215, 29.9902, 32.299, 0.0323, -0.0123, 0.2079
Si, 1.7509, 25.2273, 28.8467, -0.1846, -0.0104, 0.371
Si, 2.0839, 0.6576, 30.3793, 0.0933, -0.0185, 0.3417
Si, 8.4712, 2.1926, 28.8339, -0.0679, -0.0715, 0.2447
Si, 9.1269, 6.8417, 28.8253, 0.0245, -0.1379, 0.4001
Si, 7.6485, 5.3436, 33.5077, -0.0571, -0.0997, -0.1132
Si, 12.2072, 12.196, 32.6418, -0.0524, -0.0985, 0.0623
Si, 5.3192, 13.1189, 35.6735, -0.099, -0.1442, -0.3688
Si, 11.417, 11.8633, 35.4316, -0.1145, 0.0664, -0.2415
Si, 9.8982, 17.8912, 31.2303, -0.0726, -0.0872, 0.2489
Si, 16.1408, 21.7617, 30.6285, 0.0499, -0.01, 0.2356
Si, 8.8456, 32.2464, 29.4045, -0.0915, -0.0816, 0.3745
Si, 13.8066, 28.1914, 28.3601, 0.065, -0.1507, -0.0697
Si, 12.6542, 30.9192, 28.8851, 0.0163, 0.0706, 0.2692
Si, 15.8188, 1.1531, 34.4749, 0.0086, -0.0958, -0.1272
Si, 6.7741, 8.7593, 29.2083, -0.1223, -0.1402, 0.3744
Si, 0.0542, 8.1113, 32.6084, 0.0501, 0.0109, 0.0925
Si, 1.9554, 10.3338, 36.615, -0.087, -0.1543, -0.2423
Si, 16.156, 17.5534, 34.4892, -0.0166, -0.1071, -0.1981
Si, 3.1791, 19.8901, 31.8684, 0.0319, 0.0822, 0.0892
Si, 2.5054, 21.8745, 34.1087, 0.0464, 0.0351, -0.247
Si, 0.8211, 23.8066, 35.532, -0.0245, 0.1009, -0.2103
Si, 14.3692, 27.4261, 32.6774, 0.0456, -0.0132, 0.034
Si, 14.7356, 25.2059, 34.7697, 0.0142, -0.0948, -0.1078
Si, 4.4756, 23.9098, 28.8777, 0.0678, -0.0645, 0.3194
Si, 3.1339, 0.2718, 37.5427, 0.0277, 0.2364, -0.3957
Si, 4.7093, 6.4529, 29.8703, 0.0215, 0.0364, 0.2569
Si, 11.6153, 1.6312, 35.1236, -0.0286, -0.0422, -0.3022
Si, 2.6827, 7.0951, 32.1789, 0.1703, -0.0135, 0.0333
Si, 7.3853, 10.218, 31.8515, 0.0472, 0.0009, 0.128
Si, 6.039, 15.8389, 31.3663, 0.007, 0.0112, 0.1992
Si, 12.7777, 20.8032, 31.6646, -0.0609, 0.0971, 0.2755
Si, 1.6405, 20.1643, 29.2342, -0.0523, 0.0191, 0.3321
Si, 9.0003, 20.2415, 27.7159, -0.1764, -0.018, 0.1038
Si, 5.3902, 23.1302, 33.5255, -0.0299, -0.0165, -0.0928
Si, 11.0221, 24.0661, 34.3984, -0.0257, -0.124, -0.1745
Si, 3.106, 29.8504, 28.1321, 0.0797, -0.0432, 0.2205
Si, 11.0314, 3.0065, 30.5377, 0.1275, 0.102, 0.2453
Si, 11.6146, 6.1517, 30.4431, -0.039, -0.043, 0.3359
Si, 12.5258, 4.4956, 34.7103, 0.1159, -0.0368, -0.0713
Si, 12.0704, 8.8272, 34.9977, 0.0056, 0.0411, -0.3783
Si, 2.5436, 13.3257, 37.0244, -0.1164, 0.0356, -0.4747
Si, 10.8744, 16.5054, 33.6904, -0.039, 0.0277, -0.0296
Si, 0.0782, 17.5863, 28.8845, -0.1694, 0.0316, 0.3287
Si, 10.0597, 22.3169, 32.1325, 0.088, -0.0004, 0.1869
Si, 12.1801, 17.7072, 36.3682, -0.0767, 0.1154, -0.2832
Si, 7.2657, 30.2267, 30.7193, 0.0408, 0.1893, 0.2915
Si, 7.1982, 25.6578, 33.4667, 0.0114, 0.0431, -0.0156
Si, 11.4446, 0.1966, 30.5712, -0.0096, 0.1569, 0.0718
Si, 13.8327, 32.698, 36.1307, 0.0972, 0.04, -0.3612
Si, 1.2985, 30.8546, 38.3128, -0.0238, -0.2031, -0.0233
Si, 3.9032, 1.9561, 32.3594, 0.0914, 0.0998, 0.1252
Si, 11.3575, 11.6214, 28.2006, -0.1999, 0.0115, 0.1664
Si, 1.9644, 7.8399, 34.8185, 0.0234, 0.0307, -0.005
Si, 15.1308, 19.8694, 32.7407, 0.0326, -0.1946, -0.0488
Si, 15.0369, 14.7927, 34.5623, -0.0037, -0.0808, -0.1323
Si, 12.2341, 18.9621, 29.2897, 0.2223, -0.0292, 0.2873
Si, 4.3131, 15.0443, 33.5557, -0.0483, -0.0501, 0.024
Si, 5.4807, 21.7513, 30.8782, -0.0272, 0.0562, 0.1042
Si, 15.7875, 0.2814, 31.7537, -0.0152, 0.0105, 0.1769
Si, 15.5166, 23.7333, 28.7281, -0.0345, 0.1172, 0.4248
Si, 1.9343, 4.3339, 33.2953, -0.0382, 0.0228, 0.064
Si, 7.2858, 1.7213, 36.1973, -0.2054, 0.3022, -0.2665
Si, 2.762, 5.2513, 36.1634, -0.1289, 0.1841, -0.3916
Si, 7.0496, 2.4188, 33.0021, -0.1404, 0.0586, 0.0143
Si, 10.0194, 17.5191, 38.3722, 0.1794, 0.0635, -0.1831
Si, 7.1207, 17.4953, 37.9598, -0.0417, 0.0695, -0.2077
Si, 6.0189, 21.7977, 36.1125, 0.0391, -0.1269, -0.3378
Si, 2.5372, 25.4284, 37.2789, 0.0948, -0.0619, -0.4432
Si, 6.2029, 28.4118, 32.5685, -0.0192, -0.0392, 0.0552
Si, 4.4396, 30.1035, 31.0606, 0.0316, 0.0111, 0.3312
Si, 10.7192, 6.4595, 33.3236, -0.0154, -0.02, -0.0203
Si, 1.6173, 27.9855, 37.9626, -0.1671, -0.0462, -0.2426
Si, 7.2335, 4.5323, 36.2641, -0.1462, -0.1155, -0.1601
Si, 14.0289, 9.673, 32.8083, -0.073, 0.0974, 0.0094
Si, 9.0101, 15.0995, 31.8722, 0.0688, 0.0131, 0.0479
Si, 14.6623, 19.3008, 36.4072, -0.2105, -0.1075, -0.2215
Si, 11.3912, 26.4984, 32.689, 0.0926, -0.0658, -0.0307
Si, 15.2334, 22.1023, 37.3387, -0.0426, 0.0894, -0.4029
Si, 7.5633, 24.7979, 28.4446, -0.1864, 0.0085, 0.1228
Si, 15.6589, 26.3439, 30.1019, 0.1197, -0.115, 0.0432
Si, 2.5874, 30.3517, 33.5853, 0.1171, -0.0537, -0.119
Si, 9.8486, 1.4424, 32.6952, -0.0867, 0.0241, 0.1097
Si, 0.4049, 4.1919, 37.6252, -0.0932, 0.2143, -0.3029
Si, 15.579, 4.1039, 34.8961, 0.0121, -0.0278, -0.2433
Si, 4.2085, 8.8427, 38.2784, -0.2, 0.02, -0.0936
Si, 5.254, 6.169, 37.613, 0.0813, -0.1366, -0.2697
Si, 13.1379, 14.863, 32.3204, 0.0104, 0.0405, -0.1044
Si, 7.2594, 8.1128, 33.9899, -0.2248, 0.0708, -0.1946
Si, 5.0595, 29.4432, 35.2251, -0.1448, -0.147, -0.4024
Si, 7.5469, 23.1519, 38.103, -0.3533, 0.1922, -0.2865
Si, 0.8831, 30.7735, 29.5413, -0.0056, -0.0379, 0.4705
Si, 5.9262, 31.7927, 37.2631, -0.1554, 0.065, -0.6448
Si, 10.0646, 2.268, 37.6696, 0.0894, 0.0926, -0.4795
Si, 6.3149, 10.6449, 34.4133, -0.2701, 0.0483, -0.024
Si, 8.7683, 10.8834, 36.411, -0.0873, 0.2456, -0.4177
Si, 4.9804, 17.8549, 33.2043, -0.0119, 0.1018, 0.0057
Si, 6.9563, 12.647, 38.0333, 0.0042, 0.1328, -0.3264
Si, 3.4861, 20.4616, 36.7807, 0.107, -0.0012, -0.3682
Si, 5.8469, 18.9935, 35.773, 0.1301, 0.0831, -0.2322
Si, 4.554, 27.4413, 37.475, -0.0939, -0.0648, -0.3491
Si, 10.171, 28.4973, 37.7421, 0.1298, -0.144, -0.1189
Si, 14.9166, 1.9117, 38.3866, 0.0016, -0.1213, -0.212
Si, 8.8275, 7.8834, 36.8683, -0.1082, -0.0637, -0.412
Si, 12.721, 9.2768, 38.0406, -0.006, 0.0219, -0.1541
Si, 13.9092, 13.0822, 36.9481, 0.0181, 0.0421, -0.3573
Si, 15.5428, 10.8018, 37.7658, 0.1967, 0.0136, -0.3217
Si, 10.4531, 23.1732, 38.4423, 0.0488, 0.0476, -0.1431
Si, 14.3093, 17.3472, 38.4205, -0.1965, 0.0586, -0.2667
Si, 9.6137, 26.6342, 35.1042, -0.0502, -0.1632, -0.2447
Si, 12.7844, 23.8498, 36.6564, 0.2182, 0.0404, -0.5124
Si, 10.1817, 5.0406, 36.7846, 0.0119, -0.0617, -0.3555
Si, 12.3066, 30.7863, 37.9502, 0.3311, -0.0925, -0.0651
O, 0.0202, 31.6189, 38.9746, -0.1093, 0.0378, 0.2185
O, 2.3805, 30.6183, 39.4888, 0.1801, 0.0806, 0.3367
O, 16.0752, 4.7976, 36.2883, -0.1217, 0.2366, 0.2426
O, 2.6909, 1.436, 38.6047, -0.0833, 0.1851, 0.3371
O, 14.9284, 6.8601, 39.8454, 0.116, -0.1494, 0.4147
O, 0.1809, 5.058, 38.9731, -0.0281, 0.1922, 0.2254
O, 4.9714, 7.7524, 37.3347, -0.126, 0.3314, -0.0959
O, 3.1914, 7.9842, 39.2339, -0.1532, -0.2798, 0.2266
O, 15.8516, 11.4203, 39.2453, 0.1109, 0.1537, 0.3374
O, 1.1876, 9.5563, 39.9517, 0.0583, -0.0544, 0.2439
O, 1.9986, 11.9419, 36.3196, -0.1496, 0.1526, 0.1288
O, 3.2619, 9.9577, 37.534, 0.1355, 0.1465, 0.0181
O, 1.2197, 15.143, 39.7338, -0.1135, -0.1631, 0.2913
O, 15.6182, 16.3966, 38.654, 0.1711, -0.1756, 0.2742
O, 4.1614, 17.8862, 39.4735, -0.0657, -0.0397, 0.1398
O, 2.8347, 20.0241, 38.2468, -0.2929, -0.1492, 0.6506
O, 15.8424, 21.6328, 38.7713, 0.0557, -0.3411, 0.0943
O, 13.8115, 22.8893, 37.4488, -0.0585, 0.1184, 0.1775
O, 2.4164, 24.8534, 38.8031, -0.2089, -0.1663, 0.2504
O, 4.0686, 25.9482, 37.0127, 0.0869, 0.1056, 0.0116
O, 3.2248, 28.2973, 37.9116, 0.091, 0.1039, 0.1567
O, 1.0379, 27.4163, 39.3774, -0.009, -0.3061, -0.0674
O, 0.9026, 29.4254, 37.5892, 0.0953, -0.0042, 0.0481
O, 1.0463, 1.1804, 34.4919, -0.0617, 0.1055, -0.0495
O, 4.6761, 1.5405, 40.173, 0.0483, 0.0169, -0.0177
O, 6.8847, 31.0204, 38.3695, 0.2465, 0.0468, 0.4244
O, 5.5186, 2.2819, 32.4006, 0.0802, -0.0643, -0.3054
O, 7.2616, 1.1206, 39.744, -0.1899, 0.1859, -0.2672
O, 4.9726, 5.771, 39.1525, -0.2753, -0.0337, 0.2835
O, 6.7751, 3.88, 39.9263, -0.2716, -0.165, 0.0529
O, 8.1631, 7.9276, 38.3904, 0.0539, 0.1434, 0.5589
O, 5.5899, 12.1754, 38.8401, -0.3206, -0.3304, 0.2495
O, 5.9645, 9.0344, 34.4453, 0.1662, -0.1706, 0.1939
O, 5.4083, 9.5941, 39.1138, -0.0151, 0.2991, -0.1349
O, 7.8334, 13.6797, 38.9459, 0.188, -0.1051, -0.0001
O, 5.9329, 17.3618, 31.9719, 0.0311, -0.0255, -0.1453
O, 6.2318, 16.4025, 38.8135, -0.0182, -0.0501, 0.2419
O, 7.2019, 18.9135, 38.8367, -0.0237, 0.0402, 0.4779
O, 9.6211, 18.4143, 39.6826, 0.0597, 0.1558, 0.1245
O, 6.7501, 22.0347, 39.0451, -0.0983, -0.084, 0.0198
O, 6.473, 17.6806, 36.477, 0.2667, -0.1382, 0.461
O, 4.3804, 23.2569, 39.7032, -0.2809, 0.1365, 0.05
O, 2.0427, 31.8628, 30.0035, 0.1171, -0.2616, 0.0704
O, 4.1679, 28.8753, 0.0205, 0.2444, -0.2658, 0.0094
O, 5.5797, 27.3313, 38.7318, 0.1183, -0.1349, 0.5578
O, 9.7289, 27.634, 36.3992, 0.1687, 0.3237, 0.4493
O, 8.8634, 29.1818, 38.4833, -0.0844, 0.3753, 0.2295
O, 11.6442, 4.9114, 36.0415, -0.2823, -0.0704, 0.4234
O, 10.194, 1.4746, 39.0838, -0.3313, 0.1254, 0.3423
O, 13.8247, 3.0345, 38.8233, 0.1656, 0.2325, 0.007
O, 12.0852, 4.5231, 39.9324, -0.0637, -0.0634, 0.2534
O, 9.8698, 6.4232, 39.8348, -0.0583, 0.0354, 0.1059
O, 9.4275, 9.4082, 36.6834, 0.027, -0.0626, -0.0023
O, 12.7678, 8.138, 39.1966, -0.1371, -0.152, 0.0529
O, 7.8746, 11.3213, 37.7052, -0.1742, -0.2364, 0.2061
O, 9.8998, 12.2097, 39.7047, -0.078, -0.0286, 0.0111
O, 15.1682, 12.0499, 36.7878, 0.1459, 0.06, 0.0461
O, 13.7711, 13.5553, 38.5057, -0.2159, 0.1578, 0.621
O, 10.7985, 16.2326, 38.9716, -0.0167, 0.0845, -0.1505
O, 12.3348, 14.8046, 0.0637, -0.1368, 0.1139, 0.0293
O, 14.8824, 20.8784, 36.3431, -0.0967, 0.2428, -0.1422
O, 12.462, 20.0711, 40.0162, -0.1318, 0.1451, 0.2996
O, 11.1728, 21.7757, 38.8274, 0.2026, 0.1928, 0.0389
O, 9.9331, 23.7777, 39.8811, -0.1793, 0.2901, 0.0026
O, 12.7185, 25.7766, 39.8767, 0.0545, -0.1224, 0.2331
O, 14.7996, 23.638, 40.0019, -0.0498, -0.4226, 0.3235
O, 8.0352, 26.3883, 34.687, 0.0114, 0.2286, 0.139
O, 10.9149, 27.479, 38.7902, 0.1417, -0.2013, -0.1054
O, 15.2131, 28.647, 39.9522, -0.0479, 0.0489, 0.1964
O, 11.57, 32.0476, 38.6886, -0.2973, 0.1944, 0.1265
O, 2.1107, 2.7255, 26.571, 0.1673, -0.0949, 0.1344
O, 1.4306, 5.0273, 27.3469, 0.0293, -0.1454, -0.141
O, 3.0421, 31.0459, 27.0011, 0.0415, 0.241, -0.1423
O, 3.7825, 1.0713, 27.417, -0.3281, -0.1817, 0.145
O, 16.2966, 11.1443, 26.4757, 0.2072, -0.27, -0.1645
O, 0.6309, 9.0239, 27.5483, -0.1087, -0.0575, -0.1733
O, 2.9328, 7.2148, 26.9032, 0.0323, 0.1356, -0.1508
O, 1.1374, 6.9787, 28.9958, -0.1485, 0.1697, 0.1261
O, 1.4978, 16.8383, 29.1953, 0.2083, -0.0642, -0.1033
O, 16.0975, 22.9182, 31.8046, -0.081, -0.1174, -0.2048
O, 1.5552, 15.2304, 27.2078, -0.1799, -0.0295, -0.2044
O, 3.0697, 13.2393, 26.4405, -0.0325, -0.0091, -0.671
O, 0.0834, 21.8232, 26.5925, -0.024, 0.0874, -0.2008
O, 15.1709, 22.2913, 29.4218, 0.1293, 0.1667, -0.0753
O, 2.1678, 20.5002, 27.7117, -0.2337, -0.0989, -0.5718
O, 15.8207, 17.2841, 27.4126, -0.2724, 0.1261, -0.2663
O, 1.9727, 25.9035, 27.3746, -0.051, -0.0811, -0.446
O, 16.3837, 27.3538, 26.4633, 0.0901, 0.2735, -0.5118
O, 6.0662, 24.5703, 33.9427, -0.033, 0.1361, 0.2712
O, 3.9548, 23.7148, 27.3505, -0.4016, -0.1356, -0.3686
O, 15.0837, 1.2801, 27.7565, -0.0087, 0.3287, -0.2256
O, 16.2135, 31.6869, 28.7489, 0.2081, -0.2467, -0.0435
O, 3.2242, 24.8183, 29.4987, -0.0102, 0.2044, 0.0253
O, 5.5471, 27.3342, 26.2488, 0.0399, -0.0511, -0.0312
O, 6.8387, 4.5841, 27.503, 0.1128, -0.3138, -0.0361
O, 5.0164, 5.6092, 26.2403, 0.3305, -0.1035, -0.122
O, 7.2929, 3.1144, 29.4859, -0.0583, 0.0182, -0.0766
O, 8.6857, 2.075, 27.1999, 0.2411, 0.147, -0.445
O, 6.7324, 9.5565, 27.7851, 0.2403, -0.1303, -0.5027
O, 5.1193, 11.2412, 26.6301, 0.1852, -0.1576, -0.5553
O, 9.0903, 6.9232, 27.2056, -0.1141, -0.0952, -0.2391
O, 8.2764, 8.1184, 29.3825, 0.2051, 0.2848, -0.3049
O, 5.5001, 17.1982, 27.2766, -0.22, 0.2629, -0.3433
O, 6.2344, 14.739, 27.4608, -0.0551, -0.0379, -0.2537
O, 10.5323, 12.1427, 26.9061, -0.218, 0.2033, 0.0855
O, 8.3217, 13.6287, 26.5706, -0.1416, 0.1623, -0.3214
O, 7.425, 20.3397, 27.2817, 0.0582, -0.0067, -0.2067
O, 6.7316, 20.8363, 30.366, 0.2048, -0.2818, -0.1357
O, 8.5843, 18.8877, 31.2585, -0.094, 0.0722, 0.0422
O, 10.9162, 18.4433, 30.0979, 0.1386, 0.2998, -0.0556
O, 7.522, 25.9611, 27.3028, -0.0563, 0.2923, -0.3103
O, 5.5125, 21.88, 26.5347, 0.0374, 0.0337, -0.5916
O, 6.3448, 26.8221, 32.7305, -0.2913, 0.1142, -0.225
O, 8.3108, 23.5249, 27.6929, -0.0096, -0.0893, -0.3295
O, 6.7403, 30.3106, 26.7503, 0.068, -0.0739, 0.0042
O, 5.7179, 32.7327, 26.3577, -0.1572, -0.2628, -0.6457
O, 8.6838, 31.3687, 28.0589, 0.1924, 0.1259, -0.2091
O, 8.895, 28.8569, 27.2937, -0.1717, 0.1515, -0.1681
O, 11.0751, 5.1344, 26.5291, -0.1169, 0.4215, -0.4853
O, 10.8855, 6.8351, 31.7512, -0.1285, 0.0321, -0.1771
O, 13.1917, 2.9969, 26.6677, 0.0086, -0.2168, -0.2414
O, 1.2639, 0.2098, 26.8445, 0.0147, -0.1915, 0.0689
O, 9.9352, 11.9982, 36.1041, -0.1686, -0.1637, 0.0325
O, 10.971, 11.4193, 31.9375, 0.0002, -0.0601, -0.0072
O, 11.8971, 10.1362, 27.6889, -0.1682, -0.0392, -0.4332
O, 13.4994, 8.3029, 26.5913, 0.054, 0.1449, -0.1755
O, 10.8976, 16.5484, 26.598, 0.1843, -0.1015, -0.5888
O, 9.4737, 16.3373, 30.8788, 0.1566, 0.2436, -0.2382
O, 14.7496, 13.1465, 27.1902, 0.1456, -0.2505, -0.242
O, 14.0479, 14.9497, 28.971, -0.0271, -0.1133, -0.2716
O, 9.4088, 18.6936, 27.321, -0.1225, 0.2038, 0.1354
O, 11.9598, 19.6903, 27.842, -0.0477, 0.0358, -0.1664
O, 14.0603, 19.1246, 26.5288, 0.0135, 0.0752, -0.1711
O, 15.6806, 20.3161, 31.2586, 0.081, -0.0366, -0.0962
O, 12.9232, 26.9427, 27.7319, -0.3563, -0.2076, -0.1083
O, 10.829, 27.5169, 26.3602, 0.3058, -0.2375, -0.2726
O, 14.9909, 28.96, 32.6942, -0.1604, 0.0482, 0.1732
O, 11.6565, 30.9171, 27.583, -0.1571, -0.1953, -0.1306
O, 10.6786, 0.3131, 26.5272, 0.0969, -0.1584, -0.2705
O, 14.5079, 29.0641, 27.1622, 0.2523, -0.1125, 0.0305
O, 0.9137, 0.8194, 31.5067, 0.1906, -0.107, -0.0333
O, 15.2141, 1.2148, 32.9492, -0.1485, 0.1084, 0.1565
O, 15.3595, 7.1286, 31.86, 0.1334, -0.0519, 0.0917
O, 3.6306, 0.9402, 33.5801, 0.0592, -0.0053, 0.0649
O, 13.505, 11.2159, 32.8257, 0.015, -0.1295, -0.2123
O, 15.5086, 6.8022, 27.2537, -0.0932, 0.0296, -0.0939
O, 0.4947, 7.5794, 34.1063, -0.0224, 0.099, 0.0789
O, 10.2923, 11.7116, 29.4361, 0.0157, -0.0234, -0.2133
O, 14.7128, 18.8577, 37.9632, 0.0632, 0.1032, 0.1157
O, 12.6449, 12.5349, 28.6526, 0.021, -0.2759, 0.1267
O, 15.4747, 16.9836, 30.0121, -0.0035, -0.0719, 0.097
O, 14.503, 23.9051, 33.7767, 0.1198, -0.166, 0.1699
O, 2.2313, 20.8171, 32.8591, -0.1389, 0.0283, 0.2486
O, 2.6245, 19.494, 30.3746, 0.2018, 0.1376, -0.2863
O, 0.7453, 23.9446, 28.6104, 0.2084, 0.0648, -0.1504
O, 14.4936, 26.679, 34.1255, 0.1455, 0.0775, 0.3241
O, 1.5411, 29.6603, 28.5605, -0.1261, -0.1392, -0.2209
O, 3.5228, 1.1636, 30.9708, -0.2645, -0.3773, -0.3533
O, 2.799, 3.1706, 32.5226, 0.0986, -0.1625, 0.0424
O, 1.7417, 1.5753, 29.0681, -0.299, 0.0807, -0.2733
O, 5.7885, 5.2246, 30.0422, 0.2277, 0.1487, -0.172
O, 8.3781, 5.5201, 29.4274, -0.0299, -0.0836, 0.2372
O, 15.1999, 8.2333, 29.4632, 0.3094, -0.0803, -0.5415
O, 3.4995, 5.7954, 29.001, -0.2092, -0.38, -0.0057
O, 6.5492, 9.6419, 30.5684, 0.0174, -0.1911, -0.2527
O, 5.5503, 7.6607, 29.1535, 0.0382, 0.1775, -0.2487
O, 1.18, 16.7399, 34.6252, 0.1422, -0.1305, 0.2278
O, 3.8368, 15.5783, 28.5362, -0.0503, -0.2542, -0.2216
O, 9.5775, 15.5, 33.3886, -0.1248, -0.2872, -0.0148
O, 6.0977, 15.9977, 29.7522, -0.1175, 0.1133, -0.145
O, 13.4067, 16.0091, 31.2225, 0.0384, 0.0835, -0.2458
O, 2.5454, 21.0018, 35.5245, 0.1126, -0.1807, 0.199
O, 5.8699, 22.9007, 31.9787, 0.2904, 0.2944, -0.2213
O, 9.1148, 20.5535, 29.3126, 0.4652, 0.0593, -0.4684
O, 12.7514, 27.3466, 32.2997, -0.1701, 0.2619, -0.1058
O, 9.8525, 21.4497, 26.95, -0.0265, 0.1542, -0.1371
O, 8.4787, 25.2565, 29.727, -0.2038, 0.2215, -0.3012
O, 3.7052, 28.5837, 27.3466, -0.2293, 0.2359, 0.004
O, 7.9091, 0.7545, 29.3716, 0.0878, 0.0905, -0.1437
O, 4.8834, 28.6129, 31.606, -0.2156, -0.0823, 0.1715
O, 11.6561, 4.5047, 30.4237, -0.0068, -0.0702, -0.0317
O, 9.8784, 2.7911, 29.4134, 0.0463, 0.1045, -0.1249
O, 13.1798, 6.6079, 30.293, -0.0457, 0.0183, -0.2044
O, 10.7032, 6.7576, 29.2323, -0.0798, -0.0288, -0.2608
O, 11.3129, 1.9196, 36.6879, 0.0965, 0.078, 0.1187
O, 8.0403, 9.0419, 32.8363, 0.0041, -0.2001, -0.0449
O, 13.5108, 8.9753, 31.4142, -0.1162, 0.1058, -0.1987
O, 11.0265, 7.7321, 34.3309, -0.0621, -0.0592, -0.0176
O, 6.3852, 11.0827, 32.834, 0.1156, 0.1656, -0.1197
O, 8.4753, 11.2357, 31.2471, -0.0372, -0.1134, -0.1603
O, 0.3484, 19.185, 29.0112, -0.1897, -0.1631, 0.0812
O, 12.4167, 14.5097, 27.0294, -0.1513, 0.0037, -0.0713
O, 12.8981, 20.1805, 30.1637, 0.0377, 0.1726, -0.1408
O, 11.2259, 21.1864, 31.9563, -0.1077, -0.3077, 0.006
O, 13.1307, 17.5969, 29.0765, 0.1178, -0.0802, -0.0649
O, 15.2922, 21.2298, 33.6707, 0.0019, 0.1065, -0.023
O, 11.8033, 25.0173, 33.298, -0.1647, -0.0161, 0.1528
O, 15.7454, 31.5626, 32.3827, -0.2993, 0.1823, -0.0055
O, 14.7903, 23.7692, 27.2756, -0.1534, 0.2384, -0.2462
O, 10.3456, 0.0167, 29.3897, -0.0747, -0.2018, -0.41
O, 13.7695, 31.9488, 28.3032, -0.0839, -0.1847, -0.4037
O, 12.3196, 31.6366, 30.3607, -0.1074, -0.044, -0.1087
O, 16.2825, 2.6544, 37.8568, 0.1553, -0.2607, -0.1082
O, 15.2819, 2.52, 35.1663, 0.069, 0.0983, 0.0236
O, 4.0132, 7.0533, 31.2356, 0.0525, 0.2154, -0.2157
O, 2.7331, 4.5568, 34.6939, 0.1113, -0.1239, 0.2682
O, 15.6782, 9.5619, 32.7995, 0.0938, -0.1712, 0.0251
O, 1.8321, 14.6806, 36.4064, -0.1323, 0.1153, 0.1877
O, 4.0891, 13.5077, 36.6172, 0.1229, -0.0304, 0.1956
O, 6.8002, 5.7271, 37.278, 0.0582, 0.1501, 0.0937
O, 14.2263, 14.2742, 35.8747, -0.1069, -0.0881, 0.2743
O, 14.9728, 16.4301, 34.5452, -0.2694, 0.2081, 0.3293
O, 2.7469, 14.6759, 33.8566, -0.1262, 0.1346, 0.0808
O, 6.7513, 23.1302, 36.684, 0.0784, 0.0117, 0.1494
O, 1.2113, 21.5559, 29.9843, 0.0059, -0.0751, -0.2168
O, 16.3782, 22.9964, 36.6411, 0.1868, 0.1231, 0.3627
O, 4.5482, 20.709, 31.6694, 0.0144, 0.1332, 0.0761
O, 10.0856, 23.5854, 31.0851, -0.0099, 0.1415, -0.1498
O, 1.2149, 22.879, 34.2507, -0.1695, 0.0376, -0.0705
O, 14.9341, 24.958, 29.6324, 0.026, -0.2264, -0.2683
O, 16.3246, 25.1096, 35.1329, -0.0638, -0.0428, 0.3308
O, 14.9776, 27.5853, 29.3098, -0.2083, 0.1035, -0.1769
O, 0.8876, 26.2301, 29.8569, -0.0479, 0.1742, -0.042
O, 3.5358, 29.4535, 34.5816, -0.066, 0.1008, 0.0728
O, 2.2803, 31.7044, 34.4133, 0.0861, -0.016, 0.0301
O, 3.2048, 0.9293, 36.0539, 0.1488, 0.1993, 0.3378
O, 5.48, 30.7925, 36.0363, -0.1127, 0.2485, 0.3215
O, 2.0189, 5.6021, 32.277, 0.0817, -0.0486, 0.0549
O, 5.8348, 30.9874, 31.0575, -0.0765, -0.2324, -0.2804
O, 7.5339, 3.9666, 32.6183, -0.0777, -0.0606, 0.1226
O, 11.8827, 5.3429, 33.4979, -0.0354, -0.1606, -0.2931
O, 1.4692, 8.145, 31.7424, -0.1998, -0.1033, -0.2222
O, 3.1326, 7.5638, 33.6914, 0.0807, -0.064, 0.0652
O, 9.5623, 13.6611, 31.2932, 0.1685, -0.1893, -0.0948
O, 6.7077, 4.8985, 34.781, -0.0403, 0.0226, 0.2042
O, 7.3808, 15.0627, 31.8855, -0.2676, -0.2742, -0.0532
O, 5.2152, 11.5438, 35.2003, -0.0686, 0.0694, 0.2902
O, 4.7305, 15.0119, 31.9616, -0.0636, 0.1098, -0.0934
O, 11.0368, 18.3293, 37.3764, -0.1838, 0.0317, 0.2794
O, 4.5788, 21.689, 36.8994, 0.0652, 0.1741, 0.4109
O, 3.594, 18.5242, 32.6566, -0.1741, 0.1747, -0.2253
O, 8.6966, 21.477, 31.8698, 0.0514, 0.0048, 0.0113
O, 2.9132, 17.664, 27.1427, 0.0678, 0.0925, 0.0131
O, 7.5931, 24.5839, 38.9316, 0.4821, -0.049, 0.2799
O, 5.9988, 24.5525, 28.9215, 0.1767, 0.2483, 0.1455
O, 8.2671, 25.0219, 32.4008, 0.3109, -0.1458, -0.2876
O, 14.9403, 0.481, 30.3713, 0.0298, -0.0185, -0.2901
O, 4.6465, 22.4832, 29.6781, -0.2764, -0.0279, -0.0053
O, 3.9498, 30.0432, 29.5173, -0.1819, -0.1246, -0.2651
O, 10.4196, 2.8411, 32.0535, 0.0147, 0.0642, -0.1012
O, 11.2109, 29.7134, 37.36, -0.1163, 0.2227, -0.2355
O, 10.1472, 3.8995, 37.9913, 0.1474, -0.064, 0.4111
O, 12.6639, 0.3905, 35.0909, -0.1075, -0.0538, -0.0937
O, 14.1292, 4.8269, 34.6402, -0.088, -0.1325, 0.0713
O, 13.4565, 8.8378, 34.1099, 0.0596, -0.0962, 0.2333
O, 6.8939, 6.7585, 33.1205, 0.238, -0.0999, 0.2162
O, 9.2402, 5.8018, 33.5947, 0.0036, -0.2088, -0.0287
O, 12.5223, 13.4911, 31.6865, 0.0689, -0.1203, 0.044
O, 11.4742, 10.3322, 34.8683, -0.2357, -0.0564, 0.1471
O, 12.5339, 12.3015, 36.5249, 0.0912, 0.0466, 0.1796
O, 13.5594, 22.2261, 31.9459, 0.1299, -0.0613, 0.1177
O, 15.9468, 18.5195, 33.1687, 0.1152, 0.1829, -0.071
O, 15.9532, 18.5714, 35.7281, 0.1864, -0.1334, 0.2815
O, 12.0623, 23.2053, 35.3184, -0.1751, -0.2621, 0.1926
O, 10.0981, 22.9484, 33.643, -0.2021, -0.1291, 0.0824
O, 13.4927, 19.6464, 32.6199, 0.1217, 0.1634, 0.1488
O, 15.3194, 26.5594, 31.6774, 0.0294, 0.0215, -0.0132
O, 10.1866, 25.1053, 35.3607, -0.2353, 0.0228, 0.166
O, 10.4314, 26.2234, 31.3689, -0.1748, 0.2544, -0.0219
O, 5.2595, 28.1713, 36.2116, 0.1387, -0.1582, 0.3326
O, 1.1239, 29.6747, 33.2519, -0.1311, -0.2568, -0.1297
O, 10.6469, 0.1828, 32.0025, 0.1688, -0.1142, -0.0773
O, 12.0904, 1.7168, 30.3645, -0.0258, -0.0437, 0.0145
O, 13.2901, 31.2868, 36.7305, -0.0623, -0.0455, 0.2757
O, 10.2364, 1.3407, 34.281, 0.0542, -0.1306, 0.2661
O, 15.2821, 1.0652, 39.7315, 0.1483, -0.2349, 0.3084
O, 4.5595, 32.372, 37.9684, 0.0338, -0.1506, 0.5172
O, 0.328, 4.1534, 33.699, -0.0009, 0.0167, 0.0876
O, 14.2423, 9.8353, 37.8606, 0.0325, -0.1342, -0.1283
O, 2.0764, 9.3942, 35.2819, -0.0403, 0.0782, 0.1218
O, 2.1342, 6.7784, 36.0561, 0.0163, -0.0651, 0.3331
O, 1.9955, 4.3198, 37.2637, -0.0111, -0.3334, 0.161
O, 10.6324, 17.817, 32.7175, -0.0595, 0.2619, -0.0579
O, 12.1652, 15.6003, 33.3623, 0.0235, -0.2216, 0.2551
O, 14.4143, 14.2976, 33.1497, 0.1719, -0.1903, -0.0611
O, 2.4621, 13.2001, 38.6398, 0.2357, 0.0383, 0.5193
O, 13.7795, 17.6503, 39.9279, -0.1913, 0.1151, -0.0881
O, 0.1782, 14.2855, 34.4757, -0.0778, -0.3187, 0.0889
O, 4.284, 19.1392, 36.2389, -0.245, 0.1356, 0.1403
O, 3.7648, 22.8957, 33.7313, -0.15, 0.2695, -0.0656
O, 13.2655, 30.0721, 39.0409, -0.1681, 0.2814, -0.1366
O, 2.2301, 24.277, 36.1854, 0.0472, -0.0064, 0.0238
O, 3.3645, 30.6677, 32.1651, -0.041, 0.1495, -0.1903
O, 1.998, 31.9214, 37.3132, -0.2031, 0.0257, 0.1178
O, 7.1102, 1.9808, 34.5851, -0.1105, 0.0886, 0.0949
O, 6.6378, 0.2864, 36.5722, 0.1963, -0.283, 0.1653
O, 6.0806, 29.2262, 33.9757, -0.1591, -0.0274, 0.1292
O, 7.9916, 7.6974, 35.4241, 0.206, -0.0851, 0.2068
O, 4.3147, 5.3091, 36.6056, 0.1507, 0.0743, 0.0099
O, 8.849, 4.4987, 35.9827, 0.2132, -0.1073, 0.0487
O, 6.6332, 3.1099, 36.822, 0.1846, 0.0719, 0.1561
O, 5.3284, 14.0386, 34.3369, 0.0436, -0.065, -0.0459
O, 6.6357, 13.3691, 36.5985, 0.3043, 0.1456, 0.0864
O, 6.7176, 20.3108, 36.2377, 0.0785, -0.0729, 0.1555
O, 4.5539, 16.5625, 34.1082, -0.1414, -0.0764, 0.1864
O, 8.6511, 17.007, 37.6556, -0.1227, -0.2771, 0.1156
O, 10.5009, 27.2641, 33.8536, -0.019, 0.2184, 0.1062
O, 7.2051, 29.4947, 29.2538, -0.159, -0.1994, -0.1422
O, 8.4697, 31.3255, 30.7088, -0.1463, -0.1311, -0.2226
O, 8.228, 1.4204, 32.4006, 0.0013, -0.2023, -0.2363
O, 12.352, 2.9093, 34.4419, 0.1135, -0.1573, 0.0412
O, 11.6855, 12.7671, 34.095, 0.2292, 0.1306, -0.03
O, 14.1706, 0.9207, 37.3434, 0.1072, 0.246, 0.1388
O, 8.7879, 1.709, 36.8208, 0.2168, 0.0192, 0.335
O, 11.6602, 10.4011, 38.6557, -0.1879, 0.1993, 0.3349
O, 9.9185, 6.646, 36.9806, -0.0524, 0.0974, 0.3317
O, 12.315, 8.584, 36.5986, -0.1937, -0.1483, 0.2192
O, 5.8621, 18.8475, 34.146, 0.1691, 0.0441, 0.0709
O, 13.2005, 18.8563, 35.7522, 0.0758, 0.1188, -0.0166
O, 0.4598, 10.0165, 37.2107, -0.2124, -0.0943, 0.21
O, 7.7831, 10.8591, 35.1032, 0.1676, -0.1324, 0.0152
O, 9.0824, 22.8209, 37.6272, -0.0271, -0.0202, -0.0088
O, 6.0076, 21.9897, 34.4966, -0.0882, -0.3216, 0.1214
O, 11.2412, 16.9987, 35.2166, 0.108, -0.1457, 0.2043
O, 13.212, 16.779, 37.3074, 0.354, 0.0814, 0.5344
O, 7.5216, 29.0692, 31.8394, 0.0051, -0.1917, -0.0386
O, 11.533, 24.1499, 37.6806, -0.1818, -0.0907, 0.0758
O, 13.6942, 25.0999, 36.0501, -0.2516, 0.0632, 0.3575
O, 1.4676, 26.6652, 36.9952, -0.1447, 0.1977, 0.1155
O, 15.2268, 32.633, 35.2528, -0.2548, -0.0132, -0.0572
O, 13.008, 29.3533, 29.217, -0.2219, 0.0835, -0.0708
O, 0.2665, 29.8465, 30.737, -0.0789, -0.2052, -0.4509
Si, 16.4009, 0.018, 5.5041, 0.0839, 0.1329, -0.0417
Si, 2.654, 2.7567, 5.573, -0.0604, -0.1183, 0.02
Si, 0.0102, 5.4283, 5.5423, -0.0396, 0.0235, 0.0155
Si, 2.7327, 8.2008, 5.4577, -0.0192, 0.0434, -0.0325
Si, 16.3774, 10.9479, 5.5362, -0.0128, -0.0299, -0.0038
Si, 2.7348, 13.7317, 5.4497, 0.0657, 0.0788, -0.0028
Si, 0.0326, 16.4122, 5.4688, 0.0147, 0.0189, 0.019
Si, 2.7692, 19.1049, 5.4508, -0.0183, 0.024, -0.0628
Si, 0.0715, 21.8157, 5.4617, -0.0007, 0.0728, -0.0542
Si, 2.8123, 24.5338, 5.5007, -0.0255, 0.0611, -0.0057
Si, 0.0651, 27.2988, 5.5189, 0.0157, -0.009, 0.0137
Si, 2.8405, 30.0397, 5.4888, -0.0535, -0.0333, -0.0696
Si, 5.519, 32.7805, 5.5134, -0.0167, -0.0109, -0.0156
Si, 8.1918, 2.7126, 5.499, -0.0794, -0.0902, -0.068
Si, 5.39, 5.5514, 5.5456, 0.1611, 0.0374, 0.0155
Si, 8.1596, 8.1673, 5.5322, -0.0775, -0.0703, -0.0487
Si, 5.4662, 10.9334, 5.4503, 0.0227, 0.0292, -0.0825
Si, 8.1607, 13.5985, 5.4422, 0.0089, -0.0559, -0.0818
Si, 5.4264, 16.3697, 5.4167, -0.0232, 0.0139, -0.0965
Si, 8.1492, 19.0899, 5.52, -0.0856, -0.1475, 0.0066
Si, 5.4748, 21.8676, 5.455, 0.0212, 0.0018, -0.0241
Si, 8.2246, 24.6331, 5.4793, 0.0494, -0.0465, -0.0157
Si, 5.5606, 27.3367, 5.498, 0.056, 0.0812, -0.0165
Si, 8.2961, 30.0302, 5.5418, 0.0117, 0.0868, -0.0603
Si, 10.982, 32.7427, 5.5305, -0.0747, 0.0475, -0.0503
Si, 13.6828, 2.69, 5.5063, -0.0691, 0.0137, -0.0092
Si, 10.9047, 5.4407, 5.522, -0.0013, 0.0191, -0.0155
Si, 13.6217, 8.2082, 5.5683, 0.0285, -0.0263, 0.0055
Si, 10.8992, 10.9133, 5.5738, -0.0084, 0.0072, -0.0272
Si, 13.6655, 13.6202, 5.5602, -0.101, 0.0009, 0.0199
Si, 10.9035, 16.328, 5.499, 0.0449, -0.0002, -0.0364
Si, 13.6882, 19.0705, 5.4663, -0.0094, -0.0219, -0.0016
Si, 10.9498, 21.8366, 5.5425, -0.0022, -0.0132, 0.0328
Si, 13.7331, 24.5581, 5.5127, -0.0341, -0.0143, -0.0311
Si, 10.9616, 27.3439, 5.4489, 0.0614, -0.0183, -0.055
Si, 13.6231, 30.1007, 5.476, 0.0599, -0.0726, 0.0077
Si, 1.3228, 1.3666, 6.9206, -0.0921, 0.1145, 0.0391
Si, 4.0547, 4.1322, 6.8938, -0.0157, -0.0086, -0.0379
Si, 1.3789, 6.8348, 6.8655, 0.038, -0.0569, -0.0327
Si, 4.0885, 9.5818, 6.8358, -0.0085, -0.0409, -0.0396
Si, 1.3754, 12.3416, 6.8369, -0.0309, -0.0331, -0.0109
Si, 4.0893, 15.0544, 6.8494, -0.0699, 0.0097, 0.0349
Si, 1.3933, 17.7701, 6.845, -0.0127, -0.0295, 0.001
Si, 4.1219, 20.4821, 6.8276, 0.021, -0.0053, 0.0096
Si, 1.4142, 23.1869, 6.8526, 0.0245, -0.0329, 0.0309
Si, 4.169, 25.9451, 6.8423, 0.02, -0.0537, -0.0291
Si, 1.437, 28.6843, 6.853, 0.0296, -0.0394, 0.0118
Si, 4.1541, 31.4168, 6.885, 0.0146, -0.0201, -0.0171
Si, 6.8433, 1.3597, 6.8902, 0.0129, 0.0018, -0.0181
Si, 9.5402, 4.0792, 6.8881, 0.0267, 0.0477, -0.022
Si, 6.7897, 6.851, 6.9202, -0.0305, 0.0335, 0.0404
Si, 9.5211, 9.5417, 6.9004, 0.0529, 0.003, 0.0152
Si, 6.8158, 12.2724, 6.857, 0.0215, -0.0057, -0.003
Si, 9.5197, 14.9738, 6.8449, 0.0268, 0.0324, -0.0196
Si, 6.7795, 17.7165, 6.8455, 0.024, 0.098, 0.0237
Si, 9.5492, 20.4642, 6.8646, 0.0426, 0.0146, -0.0042
Si, 6.8467, 23.2404, 6.8305, -0.0663, 0.0588, -0.027
Si, 9.5999, 25.9821, 6.8484, -0.0277, 0.001, -0.0292
Si, 6.8989, 28.6871, 6.8926, -0.0403, -0.0331, -0.006
Si, 9.6132, 31.4116, 6.9135, 0.024, -0.0317, -0.0099
Si, 12.3276, 1.3277, 6.8849, 0.1021, -0.0617, 0.0067
Si, 15.0238, 4.0724, 6.8923, 0.0003, 0.015, -0.037
Si, 12.2646, 6.8143, 6.9002, 0.0147, -0.02, 0.0065
Si, 15.0116, 9.5791, 6.9036, -0.0215, 0.0243, 0.0036
Si, 12.2794, 12.2803, 6.9182, 0.032, 0.0127, 0.0317
Si, 15.0571, 15.0376, 6.8511, -0.0187, -0.0149, -0.029
Si, 12.2994, 17.7166, 6.8378, 0.0449, -0.025, -0.0085
Si, 15.0635, 20.4652, 6.8222, -0.0238, 0.0155, -0.0146
Si, 12.3418, 23.2054, 6.8746, 0.0431, -0.0378, 0.0146
Si, 15.0822, 25.9431, 6.8722, -0.0295, 0.0137, 0.0206
Si, 12.3061, 28.6981, 6.8571, -0.0129, 0.0249, -0.0436
Si, 15.0251, 31.4394, 6.8518, -0.0288, 0.0088, -0.0447
Si, 16.3737, 2.7284, 8.2848, 0.0104, -0.061, 0.0315
Si, 2.739, 32.7852, 8.2256, 0.0043, 0.0091, -0.0115
Si, 16.3997, 8.2009, 8.2317, -0.0322, 0.0054, -0.0045
Si, 2.7122, 5.4859, 8.273, 0.0104, 0.0246, 0.0127
Si, 0.012, 13.6824, 8.2321, 0.0142, 0.0234, -0.0136
Si, 2.7259, 10.955, 8.2077, 0.001, 0.0017, -0.0073
Si, 0.0191, 19.121, 8.2159, -0.0198, -0.0118, 0.0011
Si, 2.74, 16.4114, 8.234, 0.0288, 0.0049, -0.0005
Si, 0.0434, 24.562, 8.2205, -0.0182, -0.006, -0.0038
Si, 2.7665, 21.8304, 8.2267, -0.0312, 0.0206, 0.0064
Si, 0.0214, 30.0534, 8.1914, -0.0152, -0.027, -0.003
Si, 2.7868, 27.3023, 8.2177, -0.0301, 0.0353, -0.0011
Si, 5.4468, 2.7379, 8.2265, 0.0187, -0.008, 0.0013
Si, 8.2176, 32.7897, 8.2448, -0.0107, 0.007, 0.0206
Si, 5.4337, 8.2372, 8.256, 0.0672, 0.016, 0.0084
Si, 8.1702, 5.4585, 8.2517, -0.0504, -0.048, -0.0184
Si, 5.4539, 13.6679, 8.2098, 0.0076, -0.0005, -0.0136
Si, 8.1739, 10.931, 8.2547, -0.0034, -0.0001, -0.0049
Si, 5.4623, 19.1169, 8.2207, -0.0273, -0.0483, 0.0024
Si, 8.1736, 16.3693, 8.2089, -0.0109, -0.0152, -0.0062
Si, 5.5001, 24.5829, 8.2338, 0.0035, -0.001, 0.0143
Si, 8.2009, 21.8621, 8.2114, 0.017, -0.0254, -0.002
Si, 5.5105, 30.046, 8.2508, -0.0014, 0.0321, -0.0025
Si, 8.2385, 27.3112, 8.2545, -0.0087, 0.0032, 0.0139
Si, 10.9366, 2.7108, 8.2331, -0.0127, 0.0078, -0.0301
Si, 13.6821, 32.782, 8.2621, 0.0006, 0.058, 0.0195
Si, 10.9022, 8.1879, 8.2617, -0.0304, -0.037, 0.0002
Si, 13.6548, 5.4545, 8.2456, -0.0002, 0.0146, 0.006
Si, 10.9054, 13.6605, 8.2484, 0.0143, -0.0179, -0.0039
Si, 13.6541, 10.9339, 8.2778, -0.0247, -0.0283, 0.0167
Si, 10.9399, 19.0989, 8.2087, 0.0094, 0.0341, 0.0059
Si, 13.6767, 16.3847, 8.2233, -0.0302, 0.0101, 0.0073
Si, 10.9621, 24.5936, 8.2114, 0.0423, 0.0334, -0.0118
Si, 13.707, 21.8278, 8.2178, -0.0111, 0.0293, -0.0011
Si, 10.9583, 30.0375, 8.2678, -0.0213, 0.0094, 0.0171
Si, 13.691, 27.3213, 8.2095, 0.0327, 0.0067, 0.0036
Si, 1.3451, 4.1074, 9.6248, -0.0207, 0.0098, -0.006
Si, 4.0912, 1.3584, 9.5963, -0.0113, 0.0098, -0.0155
Si, 1.3583, 9.5876, 9.5884, -0.0041, -0.0085, -0.0135
Si, 4.0802, 6.8589, 9.6221, -0.017, -0.0201, -0.0031
Si, 1.3728, 15.048, 9.6031, -0.0049, -0.0051, 0.0102
Si, 4.0891, 12.3128, 9.5909, 0.0048, -0.0093, -0.0073
Si, 1.383, 20.4827, 9.5948, 0.0105, 0.0124, 0.0016
Si, 4.1027, 17.7691, 9.6074, -0.0262, 0.0339, 0.016
Si, 1.4028, 25.9417, 9.5823, 0.009, -0.0103, 0.0117
Si, 4.1237, 23.2125, 9.5917, 0.0057, -0.0013, -0.0024
Si, 1.371, 31.4141, 9.5873, -0.0045, 0.0212, -0.0114
Si, 4.1293, 28.6758, 9.6016, 0.0188, -0.0228, -0.0071
Si, 6.8067, 4.0926, 9.6118, 0.018, 0.0007, 0.0011
Si, 9.5713, 1.355, 9.6117, -0.0041, -0.0183, -0.0109
Si, 6.8059, 9.5839, 9.6264, -0.0293, 0.0119, 0.0119
Si, 9.536, 6.824, 9.6212, 0.0267, 0.0175, -0.0019
Si, 6.8181, 15.0225, 9.5973, 0.0179, 0.0067, -0.0018
Si, 9.5461, 12.2988, 9.6169, 0.0159, -0.0016, -0.0005
Si, 6.839, 20.4885, 9.5814, 0.0014, 0.0088, 0.0044
Si, 9.5594, 17.7422, 9.5725, 0.022, -0.0004, -0.0006
Si, 6.8596, 25.9457, 9.6081, 0.0148, -0.0182, 0.004
Si, 9.5845, 23.2238, 9.5756, -0.0202, -0.0032, -0.0011
Si, 6.8529, 31.4255, 9.6167, -0.0115, -0.0048, -0.0039
Si, 9.5858, 28.6793, 9.6267, 0.0121, 0.0018, 0.0003
Si, 12.2869, 4.0881, 9.6087, 0.0139, -0.0041, -0.0129
Si, 15.0223, 1.3505, 9.6367, -0.0077, 0.0199, 0.0089
Si, 12.2766, 9.5626, 9.6205, 0.0335, 0.0044, 0.0154
Si, 15.0245, 6.8361, 9.6, 0.01, -0.0213, -0.0065
Si, 12.2943, 15.0334, 9.5936, 0.0016, 0.0049, 0.0084
Si, 15.0376, 12.3196, 9.6047, -0.0182, -0.0102, 0.0106
Si, 12.315, 20.4731, 9.5749, 0.0123, -0.0143, 0.0133
Si, 15.0445, 17.7619, 9.5859, -0.0006, 0.0011, 0.0043
Si, 12.3259, 25.9553, 9.5859, -0.024, 0.0019, -0.0015
Si, 15.0649, 23.2055, 9.5862, 0.0083, -0.0067, 0.01
Si, 12.3146, 31.415, 9.6211, 0.0332, -0.0399, -0.0015
Si, 15.0596, 28.6878, 9.5749, -0.007, -0.0058, -0.0041
Si, 0.0027, 32.778, 10.967, 0.0043, 0.0182, 0.0043
Si, 2.7201, 2.7259, 10.965, 0.0049, 0.0018, 0.0013
Si, 16.3797, 5.4761, 10.9808, 0.0024, 0.0005, 0.0079
Si, 2.7102, 8.2264, 10.9774, 0.0115, 0.0001, -0.0048
Si, 16.3991, 10.9499, 10.9696, -0.0048, 0, -0.0041
Si, 2.7351, 13.6804, 10.9715, -0.0084, -0.0043, -0.0087
Si, 0.005, 16.4103, 10.9708, -0.0065, -0.0103, -0.0065
Si, 2.7418, 19.1298, 10.9782, -0.0081, -0.0294, 0.0034
Si, 0.0216, 21.8502, 10.9659, -0.008, 0.0119, 0.0059
Si, 2.7559, 24.5764, 10.9631, -0.0093, -0.0022, 0.0004
Si, 0.0204, 27.3103, 10.9413, -0.002, 0.0069, 0.0022
Si, 2.74, 30.0424, 10.9542, -0.0104, -0.0109, 0.0027
Si, 5.4619, 32.7923, 10.9625, 0.0141, 0.0048, 0.0103
Si, 8.1864, 2.7229, 10.9663, -0.0097, 0.0089, 0.0078
Si, 5.4453, 5.4736, 10.9723, 0.009, 0.0113, -0.0021
Si, 8.1764, 8.2085, 10.9786, -0.0105, -0.0115, -0.0065
Si, 5.4459, 10.9595, 10.982, 0.0223, 0.0035, 0.0014
Si, 8.1895, 13.6762, 10.9786, -0.0088, -0.0083, -0.0001
Si, 5.4712, 16.4025, 10.9718, 0.0019, -0.0048, -0.0044
Si, 8.2119, 19.1243, 10.9492, 0.0093, 0.0097, -0.0059
Si, 5.4839, 21.8505, 10.966, -0.0098, -0.0032, -0.0039
Si, 8.2238, 24.5762, 10.9672, -0.0055, 0.0152, 0.0013
Si, 5.4861, 27.3087, 10.9754, -0.0084, 0.0167, 0.0038
Si, 8.2092, 30.0492, 10.9815, -0.0033, 0.0087, 0.0078
Si, 10.9331, 32.7847, 10.9748, -0.0055, 0.0197, 0
Si, 13.6472, 2.7241, 10.9827, -0.0095, -0.0202, 0.009
Si, 10.9166, 5.4591, 10.973, -0.0136, -0.006, 0.0052
Si, 13.6572, 8.202, 10.9725, -0.022, 0.0006, 0.0051
Si, 10.9199, 10.9426, 10.9823, -0.0125, -0.0118, -0.0031
Si, 13.6658, 13.6821, 10.9703, -0.0035, -0.0094, -0.0043
Si, 10.9341, 16.404, 10.9617, 0.0027, -0.0007, 0.002
Si, 13.6815, 19.1262, 10.9599, -0.0117, 0.0038, 0.002
Si, 10.9523, 21.8512, 10.9418, 0.0142, 0.008, 0.0002
Si, 13.6912, 24.578, 10.9463, 0.0071, 0.0047, 0.0061
Si, 10.9571, 27.3065, 10.971, -0.0071, 0.0112, 0.0092
Si, 13.6886, 30.04, 10.9623, 0, 0.0282, 0.0068
Si, 1.3547, 1.355, 12.3279, 0.004, -0.0121, -0.0033
Si, 4.0764, 4.1018, 12.3304, -0.0047, -0.0066, -0.0017
Si, 1.3406, 6.8539, 12.3378, -0.0122, 0.002, 0.0018
Si, 4.0766, 9.5919, 12.3437, -0.007, -0.0056, -0.0027
Si, 1.3616, 12.3192, 12.3398, 0.0101, -0.0054, -0.0001
Si, 4.1027, 15.0443, 12.3449, 0.005, -0.0017, -0.0029
Si, 1.3709, 17.7722, 12.3462, 0.0071, 0.0102, 0.0082
Si, 4.1142, 20.4945, 12.341, -0.0099, 0.0144, 0.0015
Si, 1.3844, 23.2184, 12.3358, 0.0057, 0.0071, 0.0055
Si, 4.1129, 25.9435, 12.3391, 0.0083, -0.0023, -0.0016
Si, 1.3721, 28.676, 12.325, 0.0033, 0.0012, -0.0056
Si, 4.0949, 31.4178, 12.3264, -0.0031, 0.0161, -0.0139
Si, 6.8196, 1.3568, 12.3342, 0.0049, -0.0083, -0.0117
Si, 9.5457, 4.0943, 12.3352, 0.001, -0.0046, -0.0046
Si, 6.8084, 6.8422, 12.3375, 0.0082, -0.0086, 0.0031
Si, 9.5463, 9.5794, 12.3403, 0.0121, 0.002, 0.0047
Si, 6.8199, 12.3204, 12.348, -0.0069, 0.0039, 0.0006
Si, 9.5673, 15.0469, 12.3377, 0.0086, -0.0054, 0.001
Si, 6.8482, 17.7697, 12.3346, 0.0002, -0.0003, -0.0037
Si, 9.5839, 20.4918, 12.3198, -0.0048, -0.0074, 0.0007
Si, 6.8509, 23.2158, 12.3356, 0.0128, -0.0137, 0.0043
Si, 9.5863, 25.9435, 12.3357, 0.0083, -0.0053, -0.0008
Si, 6.8409, 28.6812, 12.3454, -0.0009, 0.0008, 0.0004
Si, 9.5665, 31.4212, 12.3435, -0.0028, -0.0179, -0.0033
Si, 12.2839, 1.3538, 12.3431, -0.0067, 0.0083, 0.0032
Si, 15.0098, 4.1036, 12.337, -0.0011, 0.0039, -0.0011
Si, 12.2817, 6.8376, 12.3335, 0.0206, -0.0103, -0.0034
Si, 15.0213, 9.5839, 12.333, -0.0012, -0.0062, 0.0006
Si, 12.2941, 12.319, 12.3372, 0.0159, -0.0054, 0.0106
Si, 15.0342, 15.0507, 12.3375, -0.0049, 0.0071, 0.007
Si, 12.3078, 17.7712, 12.3308, 0.005, 0.0064, 0.0072
Si, 15.0479, 20.4937, 12.3336, 0.0118, 0.0028, 0.0014
Si, 12.3195, 23.2162, 12.3179, -0.0076, 0.0058, -0.003
Si, 15.0535, 25.9475, 12.3168, 0.0017, 0.0011, -0.0033
Si, 12.3175, 28.6792, 12.3308, 0.0062, -0.0127, -0.0006
Si, 15.0374, 31.4136, 12.3318, 0.0026, -0.0154, -0.0042
Si, 16.3789, 2.7256, 13.6848, 0.0027, 0.0046, -0.0014
Si, 2.7181, 32.7861, 13.6868, 0.0061, 0.0095, 0.0054
Si, 16.3785, 8.2193, 13.709, 0.0054, -0.0054, -0.0013
Si, 2.7049, 5.4737, 13.6903, 0.0063, 0.0032, -0.0046
Si, 16.4006, 13.689, 13.7081, -0.0091, -0.0052, -0.012
Si, 2.7186, 10.9565, 13.7183, -0.0017, 0.0027, -0.0038
Si, 0.0105, 19.1412, 13.716, -0.0166, -0.0063, 0.0043
Si, 2.7414, 16.4123, 13.7145, -0.0099, -0.0091, -0.0043
Si, 0.0109, 24.5855, 13.6984, 0.0004, -0.0046, 0.008
Si, 2.7478, 21.8572, 13.7121, 0.0162, -0.0049, 0.0009
Si, 16.3983, 30.0401, 13.6916, -0.0007, 0.0172, 0.0059
Si, 2.7328, 27.3078, 13.7006, 0.0084, 0.0025, 0.0011
Si, 5.4437, 2.7291, 13.6899, 0.0095, 0.0126, 0.001
Si, 8.1864, 32.7908, 13.6992, -0.0137, 0.0117, 0.0033
Si, 5.4437, 8.2168, 13.6977, -0.0061, -0.0004, -0.007
Si, 8.178, 5.4715, 13.692, -0.0086, 0.014, 0
Si, 5.4685, 13.6892, 13.7236, 0.007, -0.0069, 0.0001
Si, 8.1896, 10.9552, 13.7077, -0.0137, -0.0046, -0.0043
Si, 5.4878, 19.1364, 13.7088, -0.0014, -0.0121, -0.0069
Si, 8.2167, 16.4176, 13.7166, 0.0032, -0.0055, -0.0025
Si, 5.4803, 24.578, 13.7083, -0.0101, 0.0168, -0.0024
Si, 8.2241, 21.855, 13.701, -0.0105, 0.0053, -0.0002
Si, 5.4592, 30.05, 13.7008, -0.0019, -0.0059, 0.0062
Si, 8.2126, 27.3074, 13.7022, 0.0066, 0.008, 0.0023
Si, 10.9094, 2.7242, 13.7003, -0.0059, -0.0053, 0.0102
Si, 13.6576, 32.7819, 13.689, 0.0086, 0.0017, 0.0025
Si, 10.9166, 8.2125, 13.6972, -0.0084, 0.0059, -0.0014
Si, 13.6433, 5.4727, 13.702, -0.01, -0.0072, 0.0045
Si, 10.9392, 13.6933, 13.7107, -0.0132, -0.0093, -0.0038
Si, 13.6587, 10.9544, 13.7044, -0.0035, -0.0012, -0.0041
Si, 10.9523, 19.1418, 13.7056, 0.0086, -0.0011, 0.0018
Si, 13.6772, 16.4204, 13.7109, -0.003, -0.0219, -0.0062
Si, 10.9574, 24.5789, 13.6963, -0.0168, 0.0058, 0.0053
Si, 13.6834, 21.8615, 13.7027, -0.0054, 0.0054, 0.0069
Si, 10.9393, 30.0444, 13.6927, -0.0052, 0.0264, 0.0018
Si, 13.6819, 27.3077, 13.6902, -0.0101, 0.0166, 0.0065
Si, 1.3282, 4.1062, 15.0473, -0.0055, -0.0129, -0.0031
Si, 4.0705, 1.3608, 15.0502, 0.001, -0.0211, -0.0109
Si, 1.3397, 9.5905, 15.0772, 0.0066, -0.004, 0.0044
Si, 4.0699, 6.8454, 15.0509, -0.0045, -0.0004, 0.0008
Si, 1.3672, 15.0533, 15.0805, 0.0107, -0.0138, 0.003
Si, 4.0943, 12.3206, 15.0826, 0.001, 0.0023, 0.0023
Si, 1.3797, 20.5025, 15.09, 0.0089, 0.0095, 0.0062
Si, 4.1177, 17.7775, 15.0781, 0.0034, 0.0019, -0.0033
Si, 1.3644, 25.9493, 15.0805, 0.0113, 0.0138, 0.0003
Si, 4.1119, 23.2187, 15.0841, -0.0056, -0.0043, -0.0027
Si, 1.3454, 31.4225, 15.0518, 0.0078, -0.0087, -0.0147
Si, 4.0903, 28.6803, 15.068, -0.0033, 0.0056, -0.0166
Si, 6.8056, 4.1051, 15.0494, 0.0038, -0.0102, -0.0089
Si, 9.545, 1.3562, 15.0679, -0.0131, -0.0041, 0.0038
Si, 6.8133, 9.5859, 15.0595, 0.0027, -0.0061, 0.0043
Si, 9.5401, 6.8469, 15.0531, 0.0065, -0.0213, 0.0016
Si, 6.8466, 15.0564, 15.0871, -0.0036, -0.0002, -0.0012
Si, 9.5631, 12.3279, 15.0683, 0.0103, 0.0015, 0.0031
Si, 6.8579, 20.5002, 15.0797, -0.0015, -0.0007, 0.0041
Si, 9.5923, 17.783, 15.0873, -0.0134, 0.0052, 0.003
Si, 6.8485, 25.9425, 15.0752, -0.0084, -0.0001, -0.003
Si, 9.5934, 23.2193, 15.0702, 0.0145, 0.0083, -0.0079
Si, 6.8191, 31.425, 15.0673, 0.0148, 0.0042, -0.0058
Si, 9.5789, 28.6763, 15.0634, -0.012, -0.0013, -0.0049
Si, 12.2685, 4.1048, 15.0582, 0.0099, 0.0012, 0.0003
Si, 15.0086, 1.3596, 15.0469, -0.0029, -0.0053, 0.0002
Si, 12.2791, 9.5887, 15.062, 0.0013, -0.0114, 0.0038
Si, 15.0022, 6.8496, 15.0673, -0.0006, 0.0038, 0.0033
Si, 12.3086, 15.0639, 15.0827, 0.0221, 0.0196, 0.0063
Si, 15.0248, 12.3278, 15.0715, 0.0091, -0.0019, 0.0025
Si, 12.3205, 20.5038, 15.0839, -0.0007, -0.0012, 0.001
Si, 15.0444, 17.7841, 15.0874, 0.0105, 0.0029, 0.0033
Si, 12.3202, 25.946, 15.0656, 0.0028, -0.0027, -0.0041
Si, 15.0477, 23.2275, 15.0771, 0.0133, 0.0122, -0.0027
Si, 12.294, 31.4164, 15.0582, -0.0111, -0.012, -0.0042
Si, 15.0303, 28.6788, 15.0639, 0.0045, -0.0074, -0.0025

Results
total energy: -236494.717 eV
total energy less fixed offsets of O -438.35, Si -107.03 eV per atom: 12.983 eV
